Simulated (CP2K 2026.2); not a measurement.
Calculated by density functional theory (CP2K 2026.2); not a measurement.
Periodic cell of 3024 atoms, Si2160O864, from a study of silicon, its oxide and their interface. The atomic structure is a simulated model.
Doubt: the forces sum to 6.01 eV/angstrom along one axis rather than to zero, so they err by at least 0.0020 eV/angstrom per atom on average; the grid cutoff is modest.

Settings: functional PBE; method Gaussian and plane waves; basis set DZVP-MOLOPT-SR-GTH; pseudopotentials GTH-PBE; grid cutoff 300 Ry, relative cutoff 40 Ry; k points Gamma only; occupations fixed; spin none; net charge 0.

Cell vectors (angstrom)
a 97.92 0 0
b 0 16.32 0
c -7.7607 6.8721 33.5751

Atoms: element, x, y, z (angstrom)
Si 1.076 -1.432 -0.072
Si 4.054 1.121 0.227
Si 1.086 4.274 0.025
Si 4.423 6.225 0.021
Si 1.121 -6.576 -0.137
Si 4.244 -4.436 0.285
Si 6.338 -1.03 0.221
Si 8.589 1.736 -0.057
Si 6.604 4.055 0.488
Si 9.457 6.499 0.447
Si 6.356 9.553 0.286
Si 9.664 11.896 0.187
Si 12.406 -1.805 -0.056
Si 15.058 1.202 0.282
Si 11.778 4.419 0.238
Si 14.989 6.343 0.184
Si 11.913 9.629 0.323
Si 14.71 12.333 0.16
Si 2.39 -0.014 1.383
Si 5.196 2.632 1.634
Si 2.688 5.354 1.369
Si 5.275 7.93 1.5
Si 2.609 -5.575 1.446
Si 5.313 -2.735 1.449
Si 7.878 0.121 1.534
Si 10.573 2.626 1.169
Si 8.005 5.34 1.798
Si 10.703 8.107 1.608
Si 8.017 10.785 1.446
Si 10.737 -2.705 1.364
Si 13.427 -0.101 1.311
Si 16.223 2.724 1.618
Si 13.423 5.376 1.635
Si 16.14 8.082 1.36
Si 13.55 10.807 1.516
Si 16.322 -2.693 1.284
Si 1.22 1.385 2.844
Si 3.884 4.044 2.904
Si 1.35 6.812 2.7
Si 3.937 9.367 2.811
Si 1.345 -4.19 2.874
Si 3.845 -1.398 2.748
Si 6.587 1.351 3.001
Si 9.446 3.91 2.88
Si 6.653 6.776 2.992
Si 9.347 9.495 2.898
Si 6.711 12.231 2.788
Si 9.375 -1.31 2.705
Si 12.015 1.3 2.598
Si 14.803 4.021 2.934
Si 12.135 6.808 2.938
Si 14.903 9.456 2.82
Si 12.115 12.233 2.778
Si 14.884 -1.393 2.7
Si -0.105 -0.011 4.177
Si 2.57 2.687 4.251
Si -0.04 5.511 4.135
Si 2.599 8.105 4.214
Si -0.105 -5.51 4.137
Si 2.633 -2.766 4.206
Si 5.214 -0.081 4.203
Si 8.041 2.665 4.278
Si 5.279 5.386 4.261
Si 8.028 8.148 4.278
Si 5.329 10.826 4.107
Si 8.062 -2.709 4.116
Si 10.753 -0.012 4.094
Si 13.392 2.606 4.109
Si 10.779 5.359 4.203
Si 13.53 8.166 4.226
Si 10.762 10.888 4.163
Si 13.525 -2.734 4.103
Si 1.318 -1.365 16.405
Si 3.996 1.335 16.357
Si 1.298 4.076 16.462
Si 4.046 6.761 16.394
Si 1.279 -6.8 16.44
Si 4.001 -4.11 16.385
Si 6.745 -1.429 16.351
Si 9.512 1.366 16.266
Si 6.723 4.057 16.353
Si 9.461 6.777 16.306
Si 6.768 9.456 16.404
Si 9.5 -4.142 16.355
Si 12.244 -1.361 16.266
Si 14.989 1.381 16.275
Si 12.258 4.086 16.28
Si 14.991 6.783 16.251
Si 12.217 9.524 16.316
Si 14.959 -4.094 16.187
Si 2.702 -0.04 17.758
Si 5.308 2.722 17.695
Si 2.693 5.441 17.791
Si 5.428 8.059 17.775
Si 2.645 -5.439 17.777
Si 5.362 -2.776 17.741
Si 8.159 -0.02 17.576
Si 10.888 2.727 17.612
Si 8.116 5.407 17.677
Si 10.798 8.167 17.631
Si 8.161 10.799 17.75
Si 10.929 -2.765 17.619
Si 13.594 0.037 17.601
Si 16.373 2.74 17.626
Si 13.659 5.426 17.624
Si 16.344 8.153 17.592
Si 13.658 10.891 17.606
Si 16.311 -2.745 17.52
Si 1.356 1.297 19.129
Si 3.99 4.044 19.187
Si 1.303 6.765 19.156
Si 3.992 -6.895 19.041
Si 1.332 -4.035 19.179
Si 4.043 -1.406 19.149
Si 6.714 1.288 18.87
Si 9.519 4.052 18.968
Si 6.788 6.654 19.156
Si 9.489 9.415 19.159
Si 6.734 -4.17 19.036
Si 9.597 -1.33 18.886
Si 12.281 1.444 18.986
Si 15.046 4.092 19.017
Si 12.244 6.832 18.86
Si 14.995 9.51 18.961
Si 12.332 -4.089 18.99
Si 14.958 -1.367 18.876
Si 0.044 -0.047 20.53
Si 2.604 2.667 20.554
Si -0.053 5.319 20.43
Si 2.635 8.145 20.509
Si 16.474 10.797 20.241
Si 2.721 -2.717 20.608
Si 5.46 -0.012 20.379
Si 8.083 2.625 20.148
Si 5.436 5.3 20.582
Si 8.137 7.945 20.596
Si 5.407 -5.629 20.386
Si 8.158 -2.661 20.136
Si 10.938 0.039 20.285
Si 13.688 2.745 20.407
Si 10.972 5.422 20.205
Si 13.55 8.198 20.257
Si 11.039 10.823 20.339
Si 13.652 -2.677 20.337
Si 1.189 -1.547 22.043
Si 4.31 1.533 21.727
Si 0.837 3.599 21.891
Si 4.093 6.82 21.794
Si 1.641 -6.474 21.87
Si 3.957 -4.398 21.732
Si 7.129 -1.145 21.584
Si 9.252 1.127 21.469
Si 6.669 3.6 21.737
Si 9.95 6.834 21.748
Si 6.335 -7.348 21.767
Si 9.465 -4.136 21.296
Si 12.526 -1.011 21.635
Si 14.843 1.102 21.634
Si 12.561 4.425 21.596
Si 14.719 6.694 21.545
Si 12.06 9.233 21.787
Si 15.362 -3.87 21.414
Si 11.223 -2.92 23.495
Si 20.586 -7.023 -6.705
Si 5.082 -0.568 26.238
Si 8.096 -0.517 -2.119
Si 10.988 0.698 -4.838
Si 7.968 -5.632 23.213
Si 22.166 -4.42 -7.066
Si 2.942 0.036 24.202
Si 12.767 5.036 26.35
Si 19.158 7.999 -4.667
Si 11.539 -7.458 -2.62
Si 22.842 2.914 -4.974
Si 6.899 -4.371 -3.85
Si 5.385 3.654 -6.91
Si 7.527 5.949 -6.729
Si 17.169 2.764 -4.022
Si 15.453 4.085 -5.995
Si 13.498 5.217 -2.087
Si 22.958 -4.493 -4.002
Si 8.798 2.879 23.788
Si 1.927 5.688 23.793
Si 13.881 -4.108 23.907
Si 10.905 -3.533 -5.143
Si 6.161 -3.235 23.672
Si 10.713 3.494 -4.268
Si 17.524 -4.03 -3.783
Si 10.83 4.895 23.977
Si 14.227 -7.122 -3.867
Si 17.938 0.831 -6.291
Si 6.755 7.379 -4.24
Si 13.22 6.122 -6.9
Si 16.487 -7.637 -5.691
Si 16.004 -5.824 -2.043
Si 11.061 6.131 -3.492
Si 18.115 -1.809 -5.417
Si 19.212 3.1 -1.933
Si 21.759 4.504 -2.654
Si 15.089 -1.627 25.424
Si 10.847 -1.687 -2.794
Si 10.696 -2.028 26.34
Si 7.225 -1.578 -4.697
Si 9.29 -5.515 -6.925
Si 10.385 5.386 -6.264
Si 7.52 1.136 26.028
Si 9.749 -6.366 25.461
Si 13.304 2.315 -4.919
Si -0.039 8.1 23.4
Si 13.313 -5.033 -5.756
Si 8.02 -8.129 -1.662
Si 18.495 -1.722 -2.6
Si -2.261 7.67 25.529
Si 14.785 2.562 -2.431
Si 9.283 -5.612 -2.36
Si 9.597 -1.149 -6.613
Si 17.395 -0.871 0.135
Si 20.504 1.14 0.038
Si 17.375 4.287 0.319
Si 20.099 7.177 0.292
Si 17.79 9.28 0.198
Si 20.529 11.814 0.197
Si 22.687 -1.142 0.036
Si 25.569 1.586 0.225
Si 23.343 3.813 -0.037
Si 26.099 6.509 0.103
Si 22.961 9.797 0.181
Si 25.934 -4.17 0.166
Si 28.831 -1.719 0
Si 31.563 1.07 -0.017
Si 28.316 4.325 0.218
Si 31.766 6.538 -0.257
Si 28.076 -6.472 -0.121
Si 31.2 -3.845 -0.027
Si 18.972 0.114 1.516
Si 21.701 2.744 1.289
Si 18.981 5.496 1.494
Si 21.76 8.244 1.51
Si 18.956 10.794 1.557
Si 21.595 -2.731 1.371
Si 24.361 -0.047 1.355
Si 27.135 2.769 1.503
Si 24.449 5.402 1.336
Si 27.168 -8.108 1.32
Si 24.46 -5.372 1.511
Si 27.212 -2.68 1.397
Si 29.929 -0.025 1.266
Si 32.733 2.689 1.268
Si 30.021 5.577 1.187
Si 32.658 -8.054 1.137
Si 29.889 -5.457 1.128
Si 32.711 -2.631 1.31
Si 17.647 1.422 2.913
Si 20.382 4.085 2.726
Si 17.551 6.81 2.811
Si 20.377 9.524 2.91
Si 17.61 12.281 2.75
Si 20.289 -1.371 2.778
Si 23.046 1.377 2.712
Si 25.779 4.124 2.814
Si 23.114 6.777 2.72
Si 25.817 -6.816 2.757
Si 23.053 -3.993 2.77
Si 25.816 -1.323 2.701
Si 28.593 1.358 2.659
Si 31.332 4.124 2.564
Si 28.653 6.902 2.617
Si 31.251 -6.784 2.531
Si 28.598 -4.11 2.647
Si 31.297 -1.337 2.679
Si 16.23 -0.029 4.113
Si 19.044 2.778 4.173
Si 16.22 5.434 4.187
Si 18.961 8.143 4.171
Si 16.265 10.881 4.108
Si 18.961 -2.721 4.146
Si 21.709 0.005 4.082
Si 24.429 2.713 4.102
Si 21.747 5.432 4.086
Si 24.47 -8.182 4.092
Si 21.742 -5.378 4.163
Si 24.479 -2.678 4.087
Si 27.212 0.028 4.031
Si 29.978 2.761 3.963
Si 27.257 5.518 4.005
Si 29.973 -8.097 4.014
Si 27.23 -5.439 4.042
Si 29.948 -2.726 4.013
Si 17.727 -1.348 16.269
Si 20.44 1.351 16.237
Si 17.718 4.101 16.26
Si 20.453 6.807 16.263
Si 17.706 9.467 16.183
Si 20.456 -4.054 16.175
Si 23.202 -1.338 16.203
Si 25.891 1.363 16.192
Si 23.154 4.055 16.249
Si 25.96 -9.52 16.249
Si 23.193 -6.801 16.21
Si 25.917 -4.099 16.259
Si 28.677 -1.38 16.223
Si 31.391 1.346 16.305
Si 28.654 4.109 16.242
Si 31.382 -9.498 16.197
Si 28.616 -6.79 16.224
Si 31.376 -4.061 16.237
Si 19.101 0.022 17.642
Si 21.792 2.674 17.62
Si 19.071 5.468 17.621
Si 21.856 8.172 17.589
Si 19.127 10.818 17.441
Si 21.795 -2.661 17.522
Si 24.555 0.013 17.58
Si 27.257 2.714 17.528
Si 24.546 5.436 17.543
Si 27.314 -8.153 17.64
Si 24.51 -5.454 17.601
Si 27.343 -2.756 17.578
Si 30.032 -0.072 17.638
Si 32.79 2.711 17.656
Si 30.052 5.476 17.577
Si 32.694 -8.106 17.563
Si 29.976 -5.418 17.557
Si 32.737 -2.699 17.603
Si 17.743 1.402 18.995
Si 20.421 4.067 18.945
Si 17.724 6.862 18.98
Si 20.505 9.593 18.89
Si 17.693 -4.22 18.711
Si 20.483 -1.352 18.974
Si 23.138 1.28 18.997
Si 25.861 4.036 18.872
Si 23.228 6.791 18.927
Si 25.855 -6.838 18.968
Si 23.111 -4.019 18.866
Si 26 -1.348 18.851
Si 28.618 1.35 18.864
Si 31.423 4.139 18.941
Si 28.776 -9.473 18.997
Si 31.276 -6.756 18.947
Si 28.674 -4.104 19.004
Si 31.384 -1.448 19.065
Si 16.324 -0.004 20.207
Si 19.072 2.762 20.406
Si 16.375 5.507 20.373
Si 19.187 8.236 20.242
Si 32.698 -5.406 20.206
Si 19.007 -2.849 19.99
Si 21.816 -0.086 20.501
Si 24.535 2.683 20.284
Si 21.896 5.387 20.216
Si 24.532 8.074 20.397
Si 21.742 11.033 20.306
Si 24.569 -2.684 20.094
Si 27.337 -0.032 20.278
Si 30.032 2.684 20.16
Si 27.306 5.377 20.099
Si 30.056 -8.044 20.52
Si 27.237 -5.445 20.28
Si 30.061 -2.909 20.507
Si 17.502 -1.679 21.272
Si 20.716 1.666 21.685
Si 18.004 4.462 21.709
Si 20.381 6.624 21.439
Si 18.053 9.701 21.667
Si 20.032 -4.182 21.607
Si 23.559 -1.281 21.65
Si 25.67 1.06 21.528
Si 22.996 3.856 21.622
Si 26.229 6.815 21.545
Si 23.375 9.845 21.472
Si 25.643 -4.206 21.478
Si 28.978 -1.142 21.59
Si 31.177 1.164 21.512
Si 28.713 4.092 21.442
Si 32.018 -8.972 21.555
Si 28.184 -7.018 21.721
Si 31.701 -4.099 21.917
Si 35.411 3.846 -6.241
Si 38.604 7.167 -1.869
Si 27.658 -4.459 -4.594
Si 20.144 -3.918 -2.749
Si 26.585 3.98 -6.411
Si 20.573 6.94 24.397
Si 26.518 3.946 25.873
Si 19.287 -2.078 23.583
Si 27.394 6.592 26.274
Si 31.478 -5.888 -6.695
Si 29.598 2.446 -2.022
Si 32.917 -3.632 -5.061
Si 16.183 1.065 24.36
Si 12.679 -6.436 24.887
Si 17.374 -3.475 25.618
Si 35.111 -0.389 -4.392
Si 34.218 2.302 -4.01
Si 32.328 6.569 -3.37
Si 36.028 3.216 -1.891
Si 24.702 5.377 23.781
Si 17.832 5.329 24.543
Si 28.68 -5.903 24.629
Si 21.391 5.054 26.39
Si 23.481 -6.046 24.31
Si 21.148 -7.026 26.105
Si 35.936 -1.934 -2.15
Si 27.533 2.176 23.683
Si 25.494 7.043 -2.884
Si 24.894 7.9 25.177
Si 25.559 3.948 -3.688
Si 24.483 -3.083 23.892
Si 30.763 -7.324 -4.158
Si 32.553 -5.306 -2.495
Si 27.865 -7.27 -3.193
Si 30.98 1.392 -5.798
Si 31.062 -4.301 24.948
Si 28.429 -0.587 24.389
Si 39.585 -6.375 -5.756
Si 21.011 7.212 -2.589
Si 25.786 -1.198 26.05
Si 21.055 0.935 -6.463
Si 26.236 -2.297 -6.226
Si 31.608 3.603 -3.973
Si 21.264 2.153 26.253
Si 30.964 -1.325 -4.636
Si 26.084 -0.68 -3.915
Si 16.387 8.012 23.803
Si 19.373 0.658 24.42
Si 23.32 -7.242 -2.77
Si 37.809 7.775 -4.734
Si 16.298 -6.126 25.926
Si 26.765 1.666 -2.459
Si 24.418 -2.541 -2.127
Si 28.549 -1.996 -2.996
Si 33.895 -0.992 0.094
Si 37.105 1.297 0.176
Si 33.999 4.334 0.185
Si 36.371 7.313 0.017
Si 34.16 -6.769 -0.176
Si 37.095 -4.136 -0.305
Si 39.503 -0.818 -0.133
Si 42.653 1.277 0.247
Si 39.622 4.46 -0.444
Si 42.713 6.658 0.006
Si 39.03 -6.641 -0.164
Si 42.569 -4.4 0.065
Si 44.824 -1.065 0.079
Si 47.848 1.215 0.209
Si 44.705 4.247 0.154
Si 47.907 6.559 -0.013
Si 44.782 -6.767 0.219
Si 47.928 -4.458 0.07
Si 35.498 0.096 1.411
Si 38.262 3.065 1.159
Si 35.434 5.649 1.401
Si 37.991 -8.016 1.4
Si 35.441 -5.232 1.09
Si 38.301 -2.594 1.039
Si 40.971 0.143 1.382
Si 43.697 2.777 1.617
Si 41.015 5.486 1.15
Si 43.646 -8.23 1.572
Si 40.794 -5.529 1.104
Si 43.651 -2.708 1.293
Si 46.375 -0.031 1.489
Si 49.078 2.732 1.428
Si 46.334 5.439 1.337
Si 49.039 -8.148 1.307
Si 46.402 -5.564 1.415
Si 49.144 -2.774 1.188
Si 34.096 1.434 2.715
Si 36.841 4.232 2.631
Si 33.996 6.978 2.656
Si 36.675 -6.593 2.656
Si 34.097 -4.001 2.581
Si 36.873 -1.383 2.576
Si 39.542 1.571 2.603
Si 42.215 4.161 2.745
Si 39.519 6.838 2.52
Si 42.14 -6.801 2.643
Si 39.555 -4.025 2.492
Si 42.277 -1.347 2.668
Si 45.071 1.37 2.853
Si 47.687 4.096 2.74
Si 45.046 6.748 2.819
Si 47.717 -6.884 2.789
Si 45.009 -4.094 2.657
Si 47.789 -1.454 2.665
Si 32.697 0.039 4.007
Si 35.47 2.831 3.988
Si 32.68 5.501 3.956
Si 35.373 -8.017 4.015
Si 32.682 -5.407 3.882
Si 35.474 -2.688 3.967
Si 38.188 0.083 3.907
Si 40.875 2.789 4.081
Si 38.199 5.537 3.993
Si 40.824 -8.158 3.995
Si 38.155 -5.313 3.943
Si 40.889 -2.717 3.963
Si 43.624 -0.01 4.073
Si 46.39 2.748 4.163
Si 43.61 5.448 4.119
Si 46.356 -8.192 4.16
Si 43.568 -5.434 3.973
Si 46.374 -2.766 4.036
Si 34.082 -1.331 16.255
Si 36.776 1.308 16.241
Si 34.113 4.036 16.217
Si 36.813 -9.533 16.143
Si 34.076 -6.756 16.229
Si 36.788 -4.065 16.25
Si 39.518 -1.359 16.309
Si 42.204 1.293 16.231
Si 39.522 4.058 16.197
Si 42.25 -9.541 16.204
Si 39.54 -6.783 16.146
Si 42.227 -4.031 16.248
Si 44.942 -1.417 16.277
Si 47.642 1.293 16.328
Si 44.975 4.01 16.221
Si 47.687 -9.569 16.262
Si 44.994 -6.81 16.251
Si 47.666 -4.16 16.361
Si 35.455 -0.041 17.681
Si 38.148 2.689 17.529
Si 35.525 5.387 17.511
Si 38.184 -8.161 17.443
Si 35.457 -5.438 17.619
Si 38.115 -2.708 17.65
Si 40.893 -0.016 17.697
Si 43.611 2.622 17.527
Si 40.89 5.416 17.547
Si 43.669 -8.223 17.538
Si 40.832 -5.396 17.526
Si 43.613 -2.752 17.678
Si 46.246 -0.065 17.673
Si 49.039 2.605 17.693
Si 46.36 5.345 17.564
Si 48.963 -8.281 17.759
Si 46.281 -5.497 17.742
Si 49.018 -2.794 17.722
Si 34.166 1.359 19.06
Si 36.882 4.049 18.939
Si 34.164 -9.513 18.736
Si 36.909 -6.836 18.866
Si 34.114 -4.027 18.966
Si 36.761 -1.424 19.123
Si 39.436 1.374 18.961
Si 42.284 3.996 18.82
Si 39.492 -9.496 18.82
Si 42.316 -6.733 18.722
Si 39.451 -4.102 18.967
Si 42.329 -1.356 19.065
Si 44.858 1.296 19.018
Si 47.675 3.995 18.982
Si 45.001 -9.658 18.905
Si 47.56 -6.96 19.101
Si 44.911 -4.125 19.125
Si 47.56 -1.482 19.011
Si 32.805 -0.044 20.377
Si 35.524 2.785 20.408
Si 32.827 5.6 20.178
Si 35.575 -8.269 20.112
Si 48.967 -5.55 20.313
Si 35.431 -2.84 20.557
Si 38.117 0.014 20.412
Si 40.864 2.783 20.187
Si 38.254 5.44 20.27
Si 40.952 -8.079 19.945
Si 38.138 -5.512 20.374
Si 40.92 -2.796 20.245
Si 43.595 0.044 20.588
Si 46.284 2.644 20.263
Si 43.66 5.259 20.217
Si 46.222 -8.403 20.462
Si 43.526 -5.577 20.37
Si 46.227 -2.736 20.526
Si 33.763 -1.684 21.787
Si 36.855 1.459 21.855
Si 34.282 4.426 21.574
Si 36.613 -9.839 21.544
Si 34.172 -6.834 21.22
Si 36.394 -4.687 21.797
Si 39.778 -1.244 21.515
Si 41.781 1.2 21.653
Si 40.085 4.606 21.509
Si 42.274 -9.497 21.193
Si 39.921 -6.624 21.429
Si 41.99 -4.333 21.662
Si 45.271 -1.025 21.933
Si 47.596 1.232 21.562
Si 45.112 4.058 21.682
Si 47.279 -10.03 21.875
Si 44.45 -7.386 21.621
Si 47.766 -4.124 21.648
Si 43.923 -3.141 23.855
Si -46.789 -6.706 -2.701
Si 44.773 6.433 -4.303
Si 40.537 -0.51 -3.107
Si 42.52 1.795 -2.64
Si 38.377 8.059 23.542
Si 43.962 0.602 26.401
Si 35.566 -0.583 23.741
Si 42.875 4.378 25.808
Si -48.722 -7.64 -6.097
Si 46.454 -1.512 -2.644
Si -48.656 -0.323 -1.899
Si 41.482 -1.247 -5.683
Si 38.587 3.609 -5.886
Si 40.068 1.211 -6.946
Si -47.776 1.794 -4.118
Si 46.185 3.445 -6.46
Si 47.3 5.557 -2.771
Si -45.055 2.626 -2.787
Si 40.842 3.066 23.883
Si 42.307 -5.423 -5.32
Si 45.934 -5.606 23.669
Si 36.668 0.485 26.389
Si 36.927 -5.635 24.51
Si 34.781 -6.87 26.092
Si 48.619 -5.553 -4.069
Si 44.722 2.688 24.458
Si 43.653 -7.899 -2.218
Si -48.346 -0.418 -6.064
Si 30.91 -1.621 26.074
Si 38.253 -1.587 23.947
Si 48.834 4.501 -5.123
Si 46.323 -4.343 -2.66
Si 46.376 7.628 -6.783
Si -47.781 -3.043 -4.963
Si -46.214 5.231 -2.154
Si -46.481 5.583 -6.665
Si -37.752 -3.456 -4.665
Si 38.677 3.286 -2.88
Si -46.789 7.19 -4.341
Si 29.83 7.639 25.274
Si 40.488 -3.871 -6.897
Si 43.478 3.848 -4.881
Si 38.391 1.571 24.408
Si 39.002 7.268 26.339
Si 45.014 0.881 -3.706
Si 30.443 5.683 23.26
Si 32.165 3.247 23.643
Si 34.822 6.786 -5.004
Si -45.519 -4.69 -4.44
Si 37.744 0.214 -3.337
Si 46.366 2.861 -1.979
Si 43.197 -4.946 -2.631
Si 44.003 0.071 -6.464
Si 50.958 -1.883 -0.171
Si 53.39 1.141 -0.014
Si 50.23 4.353 0.22
Si 53.244 6.387 0.075
Si 50.254 -6.514 0.152
Si 53.089 12.238 0.283
Si 55.53 -1.047 0.249
Si -39.447 1.174 -0.023
Si 55.608 4.29 0.013
Si -39.472 6.868 -0.375
Si 55.181 9.97 -0.29
Si -39.279 12.048 -0.237
Si -37.151 -1.005 -0.108
Si -34.22 1.474 0.052
Si -36.201 3.888 -0.045
Si -33.583 6.342 0.138
Si -36.945 9.898 -0.147
Si -33.745 -4.336 -0.298
Si 51.817 -0.113 1.22
Si 54.482 2.712 1.352
Si 51.801 5.373 1.584
Si 54.301 8.236 1.109
Si 51.715 10.899 1.574
Si 54.438 -2.665 1.513
Si -40.821 0.081 1.51
Si -38.092 2.834 1.05
Si -40.738 5.556 1.178
Si -38.063 8.17 1.047
Si -40.91 10.884 1.034
Si -38.156 -2.708 1.161
Si -35.476 -0.037 1.269
Si -32.669 2.61 1.417
Si -35.202 5.332 1.483
Si -32.595 -8.201 1.281
Si -35.356 -5.337 1.157
Si -32.63 -2.73 1.053
Si 50.457 1.262 2.636
Si 53.143 3.973 2.813
Si 50.392 6.833 2.741
Si 53.082 9.442 2.732
Si 50.339 12.287 2.799
Si 53.073 -1.316 2.805
Si -42.121 1.456 2.818
Si -39.382 4.162 2.529
Si -42.161 6.897 2.512
Si -39.497 9.503 2.436
Si -42.061 12.212 2.649
Si -39.443 -1.404 2.669
Si -36.796 1.428 2.569
Si -33.939 3.972 2.853
Si -36.703 6.827 2.526
Si -34.044 -6.801 2.535
Si -36.711 -3.999 2.541
Si -34.005 -1.41 2.499
Si 49.082 -0.043 4.042
Si 51.754 2.613 4.095
Si 49.041 5.454 4.087
Si 51.74 8.144 4.126
Si 49.027 10.864 4.12
Si 51.724 -2.694 4.138
Si -43.467 0.036 4.129
Si -40.698 2.833 4.027
Si -43.42 5.478 3.995
Si -40.787 8.187 3.93
Si -43.442 10.853 4.01
Si -40.752 -2.76 4.051
Si -38.076 0.017 3.973
Si -35.409 2.65 4.062
Si -38.04 5.475 3.938
Si -35.374 -8.147 3.935
Si -38.096 -5.441 3.839
Si -35.341 -2.71 3.946
Si 50.366 -1.416 16.363
Si 53.081 1.313 16.381
Si 50.365 4.021 16.354
Si 53.007 6.747 16.365
Si 50.323 9.461 16.404
Si 53.082 -4.107 16.397
Si -42.14 -1.375 16.429
Si -39.46 1.339 16.292
Si -42.187 4.069 16.371
Si -39.478 6.788 16.321
Si -42.204 9.499 16.354
Si -39.444 -4.054 16.303
Si -36.731 -1.362 16.27
Si -34.007 1.371 16.204
Si -36.751 4.117 16.251
Si -34.017 -9.475 16.229
Si -36.756 -6.77 16.337
Si -33.996 -4.098 16.291
Si 51.753 -0.096 17.74
Si 54.374 2.715 17.766
Si 51.644 5.407 17.775
Si 54.339 8.111 17.72
Si 51.691 10.855 17.733
Si 54.406 -2.745 17.826
Si -40.744 0.004 17.762
Si -38.143 2.767 17.588
Si -40.837 5.449 17.727
Si -38.154 8.174 17.672
Si -40.856 10.943 17.636
Si -38.06 -2.723 17.669
Si -35.381 0.055 17.56
Si -32.636 2.695 17.562
Si -35.393 5.519 17.56
Si -32.703 -8.174 17.684
Si -35.376 -5.401 17.693
Si -32.609 -2.73 17.614
Si 50.376 1.216 19.081
Si 52.951 4.037 19.16
Si 50.244 -9.656 19.232
Si 52.94 9.415 19.101
Si 50.407 -4.088 19.147
Si 53.054 -1.397 19.237
Si 55.797 1.396 19.098
Si -39.474 4.057 19.047
Si 55.686 6.781 19.106
Si -39.567 9.578 18.971
Si 55.781 -4.121 19.162
Si -39.328 -1.374 19.103
Si -36.751 1.449 18.884
Si -34.009 4.123 18.813
Si -36.757 6.825 18.993
Si -34.064 -6.802 19.043
Si -36.696 -4.01 19.087
Si -33.998 -1.32 18.849
Si 48.958 -0.184 20.342
Si 51.593 2.609 20.532
Si 48.91 5.183 20.593
Si 51.545 -8.224 20.577
Si -32.677 -5.399 20.301
Si 51.727 -2.735 20.724
Si 54.472 0.025 20.48
Si 57.112 2.777 20.52
Si 54.324 5.413 20.509
Si 56.955 8.31 20.387
Si 54.345 10.764 20.415
Si 57.209 -2.749 20.493
Si -37.946 0.123 20.372
Si -35.39 2.852 20.15
Si -38.089 5.406 20.343
Si -35.452 8.197 20.43
Si -38.117 10.834 20.307
Si -35.335 -2.484 20.353
Si 49.856 -1.757 21.85
Si 53.317 1.624 21.77
Si 49.893 3.457 21.988
Si 53.067 -9.452 21.865
Si 50.412 -6.548 21.853
Si 52.871 -4.497 21.872
Si 56.126 -1.082 21.733
Si 58.354 1.167 21.705
Si 55.516 3.929 21.888
Si 58.573 7.057 21.397
Si 55.257 9.189 21.91
Si 58.803 -3.979 21.738
Si -36.097 -0.596 21.679
Si -33.908 1.533 21.316
Si -36.483 4.266 21.667
Si -34.346 6.494 21.566
Si -37.147 9.261 21.73
Si -33.795 -3.767 21.513
Si -37.389 -2.358 23.429
Si -31.053 -7.294 -3.05
Si -39.154 -6.451 -7.077
Si -40.991 -2.555 -2.164
Si -40.664 2.795 -2.227
Si -36.041 -1.479 -3.055
Si -33.913 -2.75 -6.105
Si -48.836 -1.206 24.703
Si -31.47 -4.403 -7.013
Si -32.437 -7.322 -6.947
Si -39.764 -1.071 -4.577
Si -33.264 -0.315 -2.394
Si -41.271 -4.48 -6.704
Si -43.897 4.005 -6.998
Si 48.622 -3.873 26.171
Si -39.534 -3.571 24.61
Si -43.617 -5.657 24.305
Si -37.069 3.645 -4.741
Si -30.011 3.291 -2.269
Si -40.449 5.343 23.634
Si -44.457 3.817 26.104
Si -34.915 -3.981 24.238
Si -46.561 5.296 24.166
Si -42.358 -3.485 25.983
Si -45.463 -7.068 26.316
Si -30.685 -4.261 -4.021
Si -38.34 3.071 23.721
Si -36.372 -7.728 -2.81
Si -30.136 1.388 -4.436
Si 46.743 0.687 25.43
Si -42.418 -1.047 24.655
Si -31.401 4.104 -4.601
Si -33.548 -4.049 -3.317
Si -35.398 5.978 -2.159
Si -39.179 7.163 25.788
Si -30.594 6.434 -6.428
Si -27.779 6.341 -5.571
Si -26.023 -4.524 -4.573
Si -41.359 6.079 -4.35
Si -32.495 -0.02 -5.196
Si -41.991 -1.709 -6.554
Si -42.665 -3.552 -4.441
Si -42.603 3.304 -4.326
Si -33.726 -7.063 -4.21
Si -37.186 -7.205 24.681
Si -37.429 0.793 -4.757
Si 48.6 6.874 24.746
Si -44.562 1.147 24.646
Si -41.2 -7.751 -2.542
Si -28.777 -0.351 -6.188
Si -48.257 -6.726 24.98
Si -38.826 5.029 -2.745
Si -38.891 -6.306 -4.029
Si -34.311 4.842 -4.836
Si -31.099 -1.656 -0.429
Si -27.983 1.033 -0.062
Si -31.397 4.174 0.292
Si -28.36 6.492 0.02
Si -31.526 -6.615 -0.062
Si -28.841 -3.963 -0.266
Si -25.843 -1.344 -0.06
Si -22.744 1 0.112
Si -26.107 4.209 0.093
Si -23.369 7.016 -0.226
Si -25.517 -6.982 0.115
Si -22.654 11.871 0.052
Si -20.565 -1.219 0.113
Si -17.779 1.707 0.199
Si -20.028 3.814 0.29
Si -17.222 6.574 0.273
Si -20.484 9.506 0.305
Si -17.376 12.093 0.125
Si -29.873 -0.054 0.933
Si -27.124 2.613 1.449
Si -29.875 5.444 1.476
Si -27.205 -8.164 1.25
Si -29.949 -5.435 1.211
Si -27.177 -2.881 1.114
Si -24.364 -0.142 1.354
Si -21.656 2.613 1.453
Si -24.386 5.373 1.175
Si -21.769 7.933 1.361
Si -24.352 10.868 1.38
Si -21.692 -2.778 1.417
Si -18.965 0.012 1.354
Si -16.299 2.748 1.642
Si -18.895 5.437 1.497
Si -16.23 8.154 1.671
Si -18.901 10.829 1.436
Si -16.235 -2.614 1.381
Si -31.177 1.223 2.532
Si -28.533 3.989 2.748
Si -31.238 6.85 2.741
Si -28.558 -6.788 2.591
Si -31.315 -4.059 2.549
Si -28.535 -1.411 2.444
Si -25.707 1.272 2.72
Si -23.068 4.048 2.656
Si -25.797 6.748 2.594
Si -23.037 9.434 2.727
Si -25.831 12.192 2.619
Si -23.075 -1.467 2.779
Si -20.313 1.284 2.828
Si -17.627 4.113 2.966
Si -20.369 6.714 2.784
Si -17.66 9.501 2.909
Si -20.288 12.208 2.762
Si -17.613 -1.313 2.749
Si -32.609 -0.079 3.897
Si -29.921 2.609 4.011
Si -32.583 5.433 4.079
Si -29.873 -8.114 4.042
Si -32.662 -5.444 3.915
Si -29.901 -2.722 3.9
Si -27.189 -0.091 3.946
Si -24.409 2.695 4.061
Si -27.136 5.397 4.019
Si -24.472 8.104 4.033
Si -27.184 10.843 3.988
Si -24.502 -2.794 4.062
Si -21.717 -0.071 4.13
Si -19.019 2.694 4.212
Si -21.742 5.365 4.109
Si -19.067 8.128 4.174
Si -21.692 10.83 4.083
Si -18.965 -2.709 4.113
Si -31.265 -1.368 16.267
Si -28.564 1.317 16.279
Si -31.312 4.084 16.228
Si -28.64 -9.539 16.264
Si -31.328 -6.792 16.336
Si -28.583 -4.085 16.334
Si -25.892 -1.395 16.391
Si -23.195 1.33 16.354
Si -25.904 4.028 16.312
Si -23.172 6.811 16.36
Si -25.897 9.506 16.332
Si -23.173 -4.087 16.377
Si -20.446 -1.372 16.376
Si -17.714 1.385 16.412
Si -20.445 4.082 16.382
Si -17.734 6.84 16.38
Si -20.483 9.542 16.4
Si -17.757 -4.085 16.401
Si -29.873 -0.063 17.654
Si -27.275 2.677 17.688
Si -30.015 5.449 17.629
Si -27.303 -8.191 17.628
Si -29.958 -5.417 17.693
Si -27.274 -2.745 17.779
Si -24.517 -0.043 17.751
Si -21.852 2.715 17.701
Si -24.508 5.361 17.647
Si -21.87 8.21 17.765
Si -24.562 10.878 17.718
Si -21.76 -2.774 17.745
Si -19.115 0.019 17.737
Si -16.313 2.755 17.747
Si -19.076 5.463 17.725
Si -16.398 8.195 17.771
Si -19.144 10.901 17.796
Si -16.357 -2.709 17.689
Si -31.225 1.348 18.908
Si -28.713 4.054 18.979
Si -31.372 -9.562 19.058
Si -28.674 -6.869 19.03
Si -31.25 -3.994 19.086
Si -28.617 -1.392 19.189
Si -25.916 1.322 19.08
Si -23.206 4.026 19.111
Si -25.929 -9.609 18.884
Si -23.215 9.622 19.164
Si -25.943 -4.156 19.125
Si -23.102 -1.433 19.081
Si -20.495 1.395 19.069
Si -17.63 4.152 19.066
Si -20.531 6.76 19.045
Si -17.82 9.496 19.119
Si -20.45 -4.069 19.253
Si -17.726 -1.393 19.01
Si -32.616 0.011 20.17
Si -30.051 2.713 20.401
Si -32.738 5.327 20.342
Si -30.074 -8.188 20.441
Si -16.527 10.894 20.48
Si -29.985 -2.649 20.692
Si -27.243 -0.021 20.516
Si -24.579 2.672 20.481
Si -27.295 5.39 20.244
Si -24.676 -8.214 20.243
Si -27.34 -5.555 20.457
Si -24.49 -2.817 20.404
Si -21.773 -0.037 20.46
Si -19.096 2.844 20.303
Si -21.881 5.419 20.462
Si -19.207 8.097 20.435
Si -21.847 10.953 20.702
Si -18.994 -2.65 20.531
Si -31.758 -1.394 21.849
Si -28.453 1.622 21.718
Si -31.741 3.697 21.77
Si -28.48 -9.466 21.6
Si -31.26 -6.571 21.738
Si -28.912 -4.475 21.84
Si -25.558 -1.218 21.683
Si -23.399 1.046 21.735
Si -26.25 3.854 21.668
Si -23.22 -9.348 21.629
Si -26.268 -7.287 21.665
Si -23.227 -3.929 22.09
Si -20.036 -0.966 21.777
Si -17.911 1.313 21.54
Si -20.192 4.338 21.706
Si -18.016 6.573 21.777
Si -20.876 9.074 21.779
Si -17.933 -4.231 21.95
Si -21.606 -2.127 24.087
Si -12.261 -5.32 -5.764
Si -19.954 -5.761 -6.482
Si -25.55 -2.075 -3.086
Si -22.885 1.937 -2.743
Si -24.863 -5.881 24.057
Si -17.515 0.387 26.411
Si -28.733 0.385 24.46
Si -12.235 1.238 -2.775
Si -11.446 -1.266 -6.742
Si -18.584 -2.266 -1.843
Si -16.565 -0.116 -1.795
Si -28.173 -2.688 -4.327
Si -23.834 4.963 -5.68
Si -28.61 7.532 -2.86
Si -17.93 -0.769 -4.342
Si -19.533 1.153 -6.113
Si -18.848 5.035 -4.388
Si -14.176 3.39 -2.498
Si -24.432 5.142 23.704
Si -30.312 5.609 23.785
Si -19.261 -6.094 23.856
Si -21.688 -0.92 -6.847
Si -27.508 -4.331 24.714
Si -25.157 2.651 -4.498
Si -16.763 -7.667 -1.843
Si -22.136 3.002 23.661
Si -22.639 6.425 -3.343
Si -16.189 -1.141 -6.902
Si -33.109 -2.569 26.138
Si -26.444 -1.66 24.446
Si -15.957 3.983 -4.862
Si -21.655 -4.673 -2.773
Si -18.1 7.935 -4.163
Si -21.417 3.901 26.408
Si -19.296 -6.443 -2.28
Si -13.785 6.203 -5.382
Si -14.564 3.545 24.805
Si -27.204 2.978 -2.315
Si -14.394 -7.428 -6.918
Si -34.694 7.969 25.852
Si -23.744 -5.431 -6.45
Si -20.879 3.981 -6.317
Si -17.333 -7.274 -6.841
Si -16.568 1.86 -7.026
Si -23.831 0.046 -4.771
Si -32.534 7.841 23.763
Si -31.461 -0.306 24.836
Si -27.237 -5.99 -2.175
Si -11.58 -4.341 -2.97
Si -27.83 3.675 -7.02
Si -20.76 4.109 -2.534
Si -22.026 -7.111 -4.734
Si -21.424 -3.542 -5.392
Si -14.609 -1.499 0.028
Si -11.571 0.96 0.139
Si -15.165 4.248 0.307
Si -12.135 6.553 0.153
Si -15.244 9.749 0.244
Si -12.559 12.433 -0.062
Si -9.552 -1.321 0.569
Si -6.663 1.028 0.163
Si -9.725 4.426 0.018
Si -7.057 6.868 0.098
Si -9.196 -7.112 -0.039
Si -7.251 -3.303 0.246
Si -4.354 -1.095 0.24
Si -1.592 1.735 0.25
Si -3.937 3.826 0.194
Si -1.078 6.572 -0.122
Si -4.233 -6.637 0.038
Si -1.135 -4.358 0.169
Si -13.411 0.009 1.351
Si -10.685 2.71 1.398
Si -13.597 5.427 1.565
Si -10.877 8.194 1.31
Si -13.549 10.876 1.382
Si -11.011 -2.84 1.479
Si -8.114 0.052 1.728
Si -5.531 2.675 1.456
Si -8.218 5.45 1.502
Si -5.461 8.14 1.306
Si -8.167 -5.34 1.234
Si -5.529 -2.554 1.639
Si -2.699 0.027 1.443
Si -0.047 2.847 1.531
Si -2.73 5.513 1.288
Si 0.022 8.134 1.247
Si -2.825 -5.386 1.414
Si 0.052 -2.858 1.498
Si -14.831 1.325 2.764
Si -12.169 4.014 2.777
Si -14.855 6.813 2.965
Si -12.178 9.543 2.743
Si -14.935 12.264 2.757
Si -12.247 -1.38 2.851
Si -9.451 1.478 2.95
Si -6.837 4.079 2.81
Si -9.585 6.844 2.794
Si -6.808 -6.725 2.651
Si -9.55 -4.155 2.764
Si -6.786 -1.273 3.083
Si -4.104 1.363 2.835
Si -1.44 4.208 2.809
Si -4.097 6.827 2.697
Si -1.413 -6.842 2.667
Si -4.143 -4.037 2.818
Si -1.366 -1.401 2.758
Si -16.247 0.006 4.133
Si -13.541 2.7 4.168
Si -16.263 5.469 4.28
Si -13.502 8.22 4.207
Si -16.269 10.906 4.17
Si -13.62 -2.72 4.196
Si -10.866 0.021 4.179
Si -8.128 2.807 4.295
Si -10.889 5.448 4.163
Si -8.172 -8.085 4.08
Si -10.873 -5.449 4.179
Si -8.225 -2.749 4.19
Si -5.402 0.087 4.326
Si -2.774 2.784 4.158
Si -5.452 5.477 4.099
Si -2.759 8.168 4.096
Si -5.488 -5.438 4.131
Si -2.756 -2.698 4.157
Si -14.991 -1.279 16.416
Si -12.249 1.469 16.455
Si -14.967 4.136 16.414
Si -12.279 6.861 16.468
Si -15.011 9.597 16.474
Si -12.339 -4.014 16.418
Si -9.522 -1.28 16.422
Si -6.832 1.444 16.439
Si -9.55 4.187 16.51
Si -6.912 6.868 16.404
Si -9.571 -6.735 16.397
Si -6.816 -3.989 16.465
Si -4.086 -1.272 16.475
Si -1.41 1.367 16.416
Si -4.134 4.126 16.367
Si -1.426 6.86 16.441
Si -4.137 9.625 16.486
Si -1.415 -4.021 16.424
Si -13.638 0.127 17.786
Si -10.904 2.827 17.87
Si -13.633 5.484 17.828
Si -10.905 8.252 17.792
Si -13.683 11.004 17.87
Si -10.965 -2.617 17.697
Si -8.134 0.051 17.798
Si -5.483 2.843 17.773
Si -8.188 5.559 17.898
Si -5.619 8.277 17.729
Si -8.244 -5.348 17.748
Si -5.402 -2.655 17.834
Si -2.756 0.111 17.874
Si -0.064 2.679 17.801
Si -2.812 5.481 17.726
Si -0.073 -8.135 17.844
Si -2.763 -5.303 17.85
Si -0.03 -2.701 17.78
Si -14.971 1.47 19.203
Si -12.264 4.2 19.281
Si -15.022 6.869 19.139
Si -12.241 9.626 19.144
Si -15.088 -3.919 19.237
Si -12.26 -1.244 19.077
Si -9.476 1.423 19.135
Si -6.757 4.188 19.225
Si -9.536 6.993 19.235
Si -6.904 9.672 19.16
Si -9.649 -3.975 19.032
Si -6.703 -1.259 19.169
Si -4.141 1.576 19.198
Si -1.474 4.088 19.078
Si -4.28 6.85 18.969
Si -1.4 -6.67 19.167
Si -4.077 -3.95 19.314
Si -1.356 -1.326 19.147
Si -16.438 0.011 20.33
Si -13.657 2.826 20.696
Si -16.334 5.499 20.546
Si -13.63 8.254 20.437
Si -0.009 -5.355 20.603
Si -13.665 -2.387 20.529
Si -10.897 0.067 20.454
Si -8.04 2.725 20.508
Si -10.861 5.665 20.623
Si -8.27 8.43 20.636
Si -10.955 -5.252 20.518
Si -8.218 -2.657 20.286
Si -5.337 0.144 20.585
Si -2.856 2.96 20.637
Si -5.474 5.63 20.606
Si -2.985 -8.042 20.2
Si -5.548 -5.323 20.568
Si -2.653 -2.552 20.668
Si -15.051 -0.965 21.946
Si -11.921 1.661 21.83
Si -14.656 4.6 21.975
Si -12.435 6.903 21.933
Si -14.883 9.763 21.687
Si -12.679 -4.158 21.699
Si -9.269 -1.108 21.629
Si -6.966 1.118 21.97
Si -9.657 3.919 21.637
Si -6.699 7.218 21.868
Si -9.406 10.07 21.993
Si -7.167 -4.079 21.767
Si -3.626 -0.774 21.933
Si -1.409 1.421 21.628
Si -3.769 4.802 22.078
Si -1.607 6.81 21.266
Si -4.418 -6.994 21.761
Si -1.075 -3.735 21.972
Si -5.303 -2.587 23.774
Si 2.295 -6.759 -3.172
Si -7.845 6.474 -5.005
Si -9.155 -1.636 -5.25
Si -7.121 1.91 -2.776
Si -11.473 -7.314 24.16
Si 6.585 -4.709 -6.9
Si -11.844 2.106 24.783
Si -4.476 5.729 24.963
Si -7.126 -2.457 26.206
Si -0.825 -2.433 -2.061
Si 1.961 -2.117 -2.834
Si -11.658 -1.401 -3.845
Si -20.003 -4.1 25.829
Si -17.477 -2.52 26.325
Si 1.057 0.516 -4.009
Si -1.98 3.813 -4.384
Si -5.891 4.77 -2.047
Si 2.632 2.595 -2.19
Si -9.101 3.766 24.67
Si -9.407 0.81 -6.871
Si -3.209 -4.988 23.818
Si -16.152 1.184 23.874
Si -13.049 -4.629 24.442
Si -12.44 5.997 -2.712
Si -2.419 -6.436 -4.876
Si -7.527 6.269 24.738
Si -2.577 -8.089 -2.274
Si -0.093 1.413 -6.645
Si -7.602 -6.745 -5.085
Si -9.389 -1.274 24.605
Si -3.96 6.014 -3.866
Si 0.5 -6.683 -5.818
Si -11.773 -0.554 26.366
Si 5.381 -1.931 -6.848
Si 3.904 6.89 -3.025
Si 3.42 4.236 -4.502
Si 7.033 -7.471 -6.706
Si -9.557 5.047 -3.011
Si 0.625 4.209 -5.899
Si -5.158 0.073 -4.597
Si -5.06 -4.822 -4.662
Si -5.251 6.365 -6.524
Si -7.443 1.242 24.975
Si -3.017 1.779 -6.295
Si -3.286 -1.071 -2.551
Si -16.676 -7.83 23.89
Si -15.776 -3.277 24
Si -9.004 -5.677 -2.622
Si 3.999 -4.209 -2.695
Si -9.792 2.374 -4.384
Si -1.438 1.239 -2.593
Si -6.067 -4.77 -1.804
Si -6.51 -2.354 -5.897
Si 1.264 -1.376 5.532
Si 3.94 1.325 5.581
Si 1.232 4.101 5.549
Si 3.949 6.769 5.593
Si 1.247 9.491 5.537
Si 4.008 12.19 5.521
Si 6.669 -1.404 5.507
Si 9.423 1.29 5.552
Si 6.686 4.055 5.592
Si 9.415 6.743 5.546
Si 6.665 9.532 5.562
Si 9.414 12.262 5.504
Si 12.157 -1.36 5.447
Si 14.84 1.312 5.457
Si 12.143 4.01 5.534
Si 14.89 6.795 5.552
Si 12.142 9.536 5.522
Si 14.881 12.222 5.466
Si 17.6 -1.365 5.484
Si 20.386 1.365 5.476
Si 17.638 4.102 5.505
Si 20.37 6.776 5.459
Si 17.632 9.545 5.495
Si 20.361 -4.048 5.497
Si 23.117 -1.32 5.436
Si 25.856 1.377 5.408
Si 23.103 4.084 5.458
Si 25.891 6.824 5.416
Si 23.123 -6.79 5.441
Si 25.864 -4.066 5.394
Si 28.583 -1.353 5.363
Si 31.336 1.41 5.346
Si 28.605 4.111 5.337
Si 31.325 6.832 5.348
Si 28.61 -6.769 5.394
Si 31.355 -4.067 5.322
Si 34.089 -1.329 5.323
Si 36.808 1.405 5.311
Si 34.073 4.166 5.329
Si 36.788 6.899 5.315
Si 34.002 -6.713 5.36
Si 36.807 -4.019 5.361
Si 39.527 -1.309 5.293
Si 42.246 1.378 5.393
Si 39.504 4.153 5.398
Si 42.217 6.842 5.394
Si 39.475 -6.749 5.313
Si 42.239 -4.067 5.352
Si 45.002 -1.384 5.392
Si 47.741 1.33 5.435
Si 44.96 4.073 5.469
Si 47.704 6.773 5.495
Si 44.926 -6.788 5.388
Si 47.662 12.21 5.46
Si 50.386 -1.355 5.49
Si -44.817 1.342 5.51
Si 50.4 4.042 5.407
Si -44.797 6.768 5.416
Si 50.407 9.526 5.468
Si -44.801 12.217 5.399
Si -42.105 -1.382 5.411
Si -39.406 1.38 5.365
Si -42.069 4.153 5.399
Si -39.42 6.821 5.306
Si -42.096 9.513 5.379
Si -39.375 -4.122 5.35
Si -36.686 -1.338 5.325
Si -33.973 1.282 5.324
Si -36.726 4.095 5.359
Si -34.011 6.814 5.341
Si -36.743 -6.781 5.276
Si -34.005 -4.094 5.312
Si -31.266 -1.405 5.312
Si -28.528 1.279 5.353
Si -31.24 4.024 5.387
Si -28.515 6.784 5.362
Si -31.291 -6.767 5.34
Si -28.561 12.232 5.313
Si -25.856 -1.408 5.386
Si -23.078 1.332 5.448
Si -25.801 4.045 5.409
Si -23.115 6.763 5.429
Si -25.837 9.48 5.378
Si -23.109 12.18 5.412
Si -20.355 -1.398 5.492
Si -17.619 1.348 5.521
Si -20.406 4.044 5.527
Si -17.683 6.814 5.56
Si -20.395 9.504 5.518
Si -17.642 12.258 5.514
Si -14.962 -1.358 5.552
Si -12.223 1.356 5.56
Si -14.907 4.06 5.554
Si -12.208 6.812 5.557
Si -14.917 9.555 5.536
Si -12.237 -4.07 5.53
Si -9.541 -1.353 5.55
Si -6.797 1.427 5.635
Si -9.53 4.154 5.582
Si -6.82 6.854 5.457
Si -9.515 -6.794 5.529
Si -6.839 -4.092 5.527
Si -4.076 -1.353 5.586
Si -1.445 1.381 5.525
Si -4.134 4.128 5.522
Si -1.413 6.839 5.506
Si -4.118 -6.794 5.48
Si -1.425 -4.099 5.503
Si 2.597 -0.029 6.93
Si 5.33 2.677 6.921
Si 2.6 5.418 6.939
Si 5.321 8.154 6.914
Si 2.623 10.858 6.88
Si 5.353 -2.77 6.89
Si 8.042 -0.058 6.883
Si 10.777 2.675 6.894
Si 8.051 5.421 6.924
Si 10.796 8.134 6.859
Si 8.06 10.893 6.876
Si 10.802 -2.711 6.838
Si 13.512 -0.029 6.846
Si 16.244 2.697 6.789
Si 13.525 5.398 6.858
Si 16.275 8.177 6.856
Si 13.528 10.886 6.854
Si 16.255 -2.743 6.829
Si 19 0.001 6.806
Si 21.759 2.722 6.821
Si 19.018 5.445 6.847
Si 21.753 -8.159 6.784
Si 19.014 -5.431 6.84
Si 21.761 -2.685 6.802
Si 24.505 0.021 6.781
Si 27.246 2.753 6.72
Si 24.519 5.447 6.763
Si 27.252 -8.133 6.76
Si 24.513 -5.43 6.767
Si 27.235 -2.703 6.743
Si 29.969 0.029 6.694
Si 32.716 2.773 6.686
Si 29.968 5.464 6.709
Si 32.685 -8.122 6.712
Si 29.995 -5.408 6.719
Si 32.719 -2.697 6.68
Si 35.44 0.044 6.679
Si 38.147 2.751 6.711
Si 35.441 5.512 6.687
Si 38.137 -8.096 6.71
Si 35.418 -5.385 6.7
Si 38.169 -2.652 6.693
Si 40.877 0.005 6.715
Si 43.599 2.704 6.789
Si 40.876 5.479 6.76
Si 43.58 -8.139 6.761
Si 40.866 -5.427 6.696
Si 43.611 -2.731 6.733
Si 46.343 -0.021 6.769
Si 49.065 2.697 6.805
Si 46.318 5.427 6.823
Si 49.056 8.152 6.821
Si 46.286 10.86 6.786
Si 49.024 -2.74 6.809
Si -46.172 -0.018 6.853
Si -43.433 2.758 6.768
Si -46.157 5.403 6.771
Si -43.45 8.155 6.76
Si -46.147 10.883 6.801
Si -43.461 -2.741 6.776
Si -40.754 0.009 6.744
Si -38.059 2.729 6.742
Si -40.731 5.49 6.761
Si -38.068 -8.144 6.684
Si -40.743 -5.452 6.742
Si -38.035 -2.723 6.696
Si -35.327 -0.03 6.73
Si -32.647 2.679 6.709
Si -35.357 5.448 6.716
Si -32.641 -8.15 6.7
Si -35.374 -5.444 6.675
Si -32.632 -2.748 6.691
Si -29.922 -0.047 6.711
Si -27.189 2.671 6.731
Si -29.881 5.411 6.724
Si -27.19 8.138 6.759
Si -29.922 10.892 6.709
Si -27.216 -2.762 6.739
Si -24.489 -0.033 6.757
Si -21.76 2.681 6.864
Si -24.468 5.407 6.798
Si -21.777 8.127 6.83
Si -24.482 10.832 6.768
Si -21.76 -2.763 6.8
Si -19.011 -0.017 6.857
Si -16.293 2.716 6.902
Si -19.048 5.427 6.881
Si -16.31 8.193 6.882
Si -19.025 10.885 6.852
Si -16.32 -2.709 6.91
Si -13.603 0.011 6.912
Si -10.884 2.75 6.91
Si -13.586 5.458 6.907
Si -10.861 -8.142 6.912
Si -13.587 -5.411 6.914
Si -10.903 -2.699 6.911
Si -8.182 0.018 6.913
Si -5.454 2.798 6.953
Si -8.159 5.524 6.897
Si -5.475 -8.135 6.865
Si -8.187 -5.426 6.91
Si -5.484 -2.715 6.89
Si -2.757 0.029 6.935
Si -0.103 2.731 6.909
Si -2.77 5.478 6.878
Si -0.094 8.166 6.92
Si -2.79 -5.433 6.875
Si -0.083 -2.737 6.889
Si 1.26 1.365 8.269
Si 3.981 4.057 8.271
Si 1.256 6.8 8.281
Si 3.969 9.512 8.267
Si 1.282 -4.09 8.25
Si 3.991 -1.396 8.246
Si 6.708 1.319 8.253
Si 9.425 4.047 8.247
Si 6.697 6.796 8.259
Si 9.432 9.507 8.205
Si 6.714 -4.097 8.261
Si 9.437 -1.387 8.227
Si 12.171 1.333 8.221
Si 14.916 4.055 8.185
Si 12.169 6.775 8.204
Si 14.902 9.525 8.2
Si 12.164 -4.074 8.198
Si 14.897 -1.381 8.184
Si 17.631 1.357 8.147
Si 20.395 4.079 8.17
Si 17.66 6.815 8.187
Si 20.401 -6.802 8.155
Si 17.645 -4.077 8.184
Si 20.391 -1.341 8.156
Si 23.152 1.374 8.15
Si 25.889 4.089 8.109
Si 23.149 6.808 8.117
Si 25.889 -6.779 8.115
Si 23.144 -4.068 8.122
Si 25.881 -1.348 8.112
Si 28.613 1.382 8.07
Si 31.346 4.11 8.061
Si 28.617 6.811 8.093
Si 31.335 -6.777 8.087
Si 28.626 -4.053 8.081
Si 31.349 -1.333 8.04
Si 34.071 1.398 8.042
Si 36.779 4.116 8.055
Si 34.069 6.845 8.061
Si 36.77 -6.755 8.069
Si 34.067 -4.039 8.069
Si 36.794 -1.316 8.053
Si 39.515 1.379 8.063
Si 42.234 4.094 8.109
Si 39.497 6.847 8.082
Si 42.213 -6.777 8.096
Si 39.515 -4.047 8.051
Si 42.242 -1.36 8.077
Si 44.973 1.337 8.126
Si 47.684 4.048 8.155
Si 44.946 6.813 8.129
Si 47.666 9.509 8.144
Si 44.943 -4.085 8.13
Si 47.674 -1.376 8.159
Si -47.522 1.349 8.193
Si -44.805 4.071 8.153
Si -47.505 6.771 8.147
Si -44.801 9.504 8.144
Si -47.522 -4.091 8.158
Si -44.811 -1.397 8.167
Si -42.108 1.361 8.123
Si -39.41 4.088 8.114
Si -42.104 6.813 8.139
Si -39.406 -6.813 8.106
Si -42.099 -4.099 8.125
Si -39.395 -1.37 8.086
Si -36.688 1.356 8.085
Si -34 4.065 8.069
Si -36.722 6.811 8.071
Si -34.012 -6.796 8.06
Si -36.699 -4.082 8.078
Si -33.979 -1.393 8.086
Si -31.277 1.33 8.077
Si -28.541 4.048 8.1
Si -31.276 6.788 8.058
Si -28.572 9.512 8.086
Si -31.281 -4.087 8.084
Si -28.572 -1.395 8.098
Si -25.839 1.33 8.125
Si -23.127 4.06 8.191
Si -25.84 6.779 8.139
Si -23.141 9.494 8.174
Si -25.849 -4.113 8.113
Si -23.127 -1.384 8.141
Si -20.384 1.338 8.214
Si -17.679 4.077 8.239
Si -20.417 6.792 8.219
Si -17.679 9.54 8.238
Si -20.411 -4.092 8.2
Si -17.685 -1.356 8.258
Si -14.956 1.369 8.279
Si -12.242 4.105 8.276
Si -14.968 6.819 8.245
Si -12.238 -6.779 8.265
Si -14.958 -4.059 8.27
Si -12.254 -1.341 8.28
Si -9.536 1.387 8.271
Si -6.831 4.152 8.282
Si -9.518 6.844 8.289
Si -6.824 -6.781 8.258
Si -9.543 -4.054 8.269
Si -6.828 -1.344 8.263
Si -4.12 1.396 8.287
Si -1.447 4.104 8.264
Si -4.127 6.834 8.248
Si -1.441 -6.779 8.263
Si -4.134 -4.071 8.253
Si -1.41 -1.355 8.268
Si -0.073 0.005 9.64
Si 2.627 2.709 9.631
Si -0.093 5.448 9.64
Si 2.621 8.155 9.631
Si -0.073 -5.435 9.624
Si 2.64 -2.739 9.618
Si 5.348 -0.035 9.608
Si 8.07 2.687 9.602
Si 5.346 5.426 9.613
Si 8.08 8.157 9.584
Si 5.349 -5.455 9.611
Si 8.084 -2.739 9.596
Si 10.806 -0.02 9.574
Si 13.551 2.705 9.547
Si 10.809 5.42 9.567
Si 13.545 8.145 9.539
Si 10.807 -5.452 9.547
Si 13.54 -2.73 9.551
Si 16.285 -0.011 9.509
Si 19.019 2.71 9.493
Si 16.293 5.431 9.515
Si 19.044 -8.154 9.523
Si 16.287 -5.44 9.537
Si 19.037 -2.714 9.508
Si 21.779 0.012 9.494
Si 24.536 2.733 9.483
Si 21.791 5.447 9.483
Si 24.523 -8.149 9.462
Si 21.786 -5.435 9.48
Si 24.521 -2.711 9.468
Si 27.261 0.021 9.446
Si 29.987 2.74 9.423
Si 27.259 5.449 9.457
Si 29.983 -8.148 9.444
Si 27.269 -5.418 9.446
Si 29.996 -2.687 9.425
Si 32.714 0.027 9.403
Si 35.426 2.747 9.417
Si 32.713 5.468 9.418
Si 35.427 -8.128 9.433
Si 32.71 -5.412 9.428
Si 35.439 -2.685 9.415
Si 38.153 0.024 9.423
Si 40.871 2.722 9.442
Si 38.147 5.46 9.426
Si 40.865 -8.141 9.458
Si 38.153 -5.405 9.419
Si 40.88 -2.716 9.436
Si 43.599 -0.022 9.464
Si 46.324 2.687 9.504
Si 43.599 5.438 9.477
Si 46.316 8.147 9.497
Si 43.582 -5.446 9.473
Si 46.31 -2.74 9.499
Si -48.885 -0.028 9.529
Si -46.156 2.709 9.527
Si -48.874 5.413 9.503
Si -46.16 8.141 9.506
Si -48.891 -5.456 9.503
Si -46.174 -2.743 9.534
Si -43.462 -0.006 9.499
Si -40.765 2.726 9.486
Si -43.461 5.444 9.504
Si -40.763 -8.148 9.503
Si -43.459 -5.449 9.508
Si -40.755 -2.719 9.477
Si -38.051 -0.004 9.457
Si -35.352 2.722 9.46
Si -38.064 5.455 9.468
Si -35.366 -8.151 9.437
Si -38.059 -5.435 9.457
Si -35.348 -2.732 9.457
Si -32.633 -0.021 9.454
Si -29.925 2.697 9.449
Si -32.639 5.432 9.428
Si -29.933 8.147 9.446
Si -32.65 -5.448 9.437
Si -29.93 -2.74 9.469
Si -27.212 -0.032 9.469
Si -24.498 2.69 9.52
Si -27.204 5.413 9.488
Si -24.503 8.137 9.53
Si -27.216 -5.464 9.476
Si -24.495 -2.749 9.491
Si -21.776 -0.026 9.537
Si -19.048 2.715 9.589
Si -21.778 5.424 9.566
Si -19.055 8.165 9.576
Si -21.78 -5.46 9.541
Si -19.07 -2.723 9.582
Si -16.333 0.011 9.623
Si -13.611 2.752 9.633
Si -16.331 5.455 9.601
Si -13.62 -8.132 9.611
Si -16.336 -5.42 9.611
Si -13.614 -2.695 9.64
Si -10.901 0.036 9.634
Si -8.186 2.764 9.622
Si -10.894 5.478 9.628
Si -8.18 -8.111 9.648
Si -10.902 -5.406 9.637
Si -8.193 -2.685 9.633
Si -5.487 0.03 9.627
Si -2.783 2.757 9.65
Si -5.475 5.497 9.644
Si -2.788 -8.131 9.633
Si -5.488 -5.412 9.629
Si -2.781 -2.707 9.615
Si 1.294 -1.363 10.979
Si 3.998 1.339 10.965
Si 1.278 4.086 10.984
Si 3.99 6.79 10.972
Si 1.276 9.521 10.995
Si 4 -4.097 10.978
Si 6.724 -1.387 10.959
Si 9.453 1.335 10.942
Si 6.716 4.059 10.953
Si 9.454 6.79 10.918
Si 6.72 9.503 10.952
Si 9.451 -4.108 10.925
Si 12.186 -1.373 10.912
Si 14.936 1.349 10.875
Si 12.191 4.068 10.906
Si 14.929 6.787 10.872
Si 12.184 9.51 10.891
Si 14.923 -4.083 10.888
Si 17.674 -1.353 10.857
Si 20.408 1.37 10.839
Si 17.672 4.072 10.851
Si 20.434 -9.519 10.847
Si 17.673 -6.798 10.87
Si 20.425 -4.076 10.839
Si 23.161 -1.352 10.827
Si 25.908 1.368 10.825
Si 23.165 4.092 10.831
Si 25.893 -9.511 10.81
Si 23.162 -6.796 10.823
Si 25.904 -4.068 10.807
Si 28.636 -1.336 10.796
Si 31.351 1.377 10.777
Si 28.632 4.086 10.805
Si 31.352 -9.509 10.794
Si 28.627 -6.785 10.799
Si 31.351 -4.052 10.788
Si 34.076 -1.333 10.77
Si 36.786 1.376 10.776
Si 34.066 4.1 10.781
Si 36.788 -9.502 10.787
Si 34.065 -6.774 10.793
Si 36.792 -4.052 10.78
Si 39.51 -1.348 10.78
Si 42.234 1.355 10.8
Si 39.507 4.086 10.787
Si 42.234 -9.513 10.813
Si 39.503 -6.771 10.799
Si 42.227 -4.077 10.816
Si 44.948 -1.381 10.843
Si 47.672 1.325 10.879
Si 44.959 4.063 10.836
Si 47.677 6.774 10.848
Si 44.954 9.516 10.834
Si 47.675 -4.095 10.864
Si -47.529 -1.388 10.898
Si -44.823 1.33 10.884
Si -47.524 4.06 10.879
Si -44.818 6.787 10.881
Si -47.532 9.497 10.858
Si -44.824 -4.107 10.889
Si -42.118 -1.373 10.859
Si -39.415 1.352 10.834
Si -42.128 4.067 10.867
Si -39.426 -9.525 10.857
Si -42.123 -6.805 10.886
Si -39.415 -4.087 10.845
Si -36.707 -1.369 10.828
Si -33.996 1.348 10.814
Si -36.718 4.084 10.827
Si -34.008 -9.522 10.791
Si -36.716 -6.798 10.825
Si -33.995 -4.091 10.819
Si -31.282 -1.376 10.832
Si -28.571 1.337 10.823
Si -31.286 4.073 10.805
Si -28.577 6.789 10.827
Si -31.295 9.511 10.809
Si -28.572 -4.099 10.837
Si -25.855 -1.386 10.846
Si -23.132 1.344 10.893
Si -25.854 4.059 10.871
Si -23.147 6.788 10.91
Si -25.872 9.506 10.872
Si -23.148 -4.094 10.887
Si -20.434 -1.365 10.936
Si -17.698 1.372 10.972
Si -20.419 4.076 10.94
Si -17.7 6.813 10.953
Si -20.426 9.519 10.928
Si -17.712 -4.066 10.957
Si -14.977 -1.335 10.993
Si -12.258 1.399 10.997
Si -14.977 4.115 10.985
Si -12.269 -9.483 10.977
Si -14.983 -6.774 10.977
Si -12.261 -4.047 11.006
Si -9.541 -1.314 11
Si -6.837 1.402 10.988
Si -9.546 4.118 10.986
Si -6.832 -9.468 11.01
Si -9.548 -6.754 11.005
Si -6.841 -4.043 10.995
Si -4.129 -1.336 10.977
Si -1.425 1.384 10.99
Si -4.134 4.127 11.012
Si -1.435 6.825 11
Si -4.134 -6.76 10.997
Si -1.426 -4.064 10.979
Si 2.648 -0.006 12.339
Si 5.359 2.699 12.315
Si 2.636 5.441 12.343
Si 5.358 8.149 12.314
Si 2.647 10.87 12.349
Si 5.374 -2.747 12.328
Si 8.093 -0.027 12.301
Si 10.833 2.708 12.267
Si 8.097 5.43 12.278
Si 10.83 8.15 12.258
Si 8.095 10.857 12.293
Si 10.819 -2.738 12.257
Si 13.579 -0.006 12.233
Si 16.315 2.713 12.21
Si 13.57 5.436 12.239
Si 16.309 8.146 12.21
Si 13.562 10.866 12.233
Si 16.312 -2.715 12.209
Si 19.053 0.011 12.197
Si 21.79 2.731 12.174
Si 19.065 5.424 12.179
Si 21.814 -8.162 12.192
Si 19.064 -5.437 12.195
Si 21.804 -2.716 12.181
Si 24.541 0.001 12.175
Si 27.28 2.725 12.18
Si 24.538 5.45 12.178
Si 27.269 -8.151 12.153
Si 24.544 -5.436 12.158
Si 27.279 -2.708 12.152
Si 30.001 0.022 12.158
Si 32.711 2.732 12.142
Si 30.004 5.439 12.162
Si 32.709 -8.145 12.15
Si 29.995 -5.423 12.147
Si 32.722 -2.691 12.138
Si 35.441 0.005 12.144
Si 38.152 2.716 12.14
Si 35.436 5.446 12.145
Si 38.148 -8.143 12.148
Si 35.432 -5.413 12.142
Si 38.154 -2.703 12.146
Si 40.869 -0.003 12.15
Si 43.602 2.687 12.177
Si 40.883 5.426 12.149
Si 43.605 -8.17 12.183
Si 40.87 -5.429 12.174
Si 43.592 -2.744 12.194
Si 46.314 -0.05 12.224
Si 49.044 2.681 12.227
Si 46.323 5.41 12.204
Si 49.038 8.126 12.21
Si 46.312 10.862 12.208
Si 49.034 -2.76 12.252
Si -46.176 -0.027 12.263
Si -43.482 2.7 12.24
Si -46.173 5.419 12.243
Si -43.491 8.156 12.255
Si -46.195 10.852 12.245
Si -43.477 -2.729 12.243
Si -40.778 0.004 12.214
Si -38.081 2.725 12.199
Si -40.794 5.44 12.23
Si -38.083 -8.143 12.205
Si -40.776 -5.43 12.237
Si -38.07 -2.72 12.209
Si -35.354 -0.004 12.191
Si -32.645 2.717 12.174
Si -35.372 5.463 12.177
Si -32.665 -8.161 12.167
Si -35.365 -5.433 12.185
Si -32.641 -2.738 12.193
Si -29.921 -0.018 12.194
Si -27.222 2.689 12.208
Si -29.938 5.43 12.186
Si -27.239 8.144 12.225
Si -29.94 10.863 12.192
Si -27.212 -2.744 12.21
Si -24.501 -0.03 12.226
Si -21.792 2.711 12.286
Si -24.509 5.418 12.257
Si -21.796 8.155 12.277
Si -24.515 10.866 12.245
Si -21.805 -2.734 12.277
Si -19.079 0.003 12.307
Si -16.344 2.748 12.332
Si -19.066 5.45 12.306
Si -16.351 8.18 12.326
Si -19.079 10.886 12.303
Si -16.361 -2.699 12.323
Si -13.623 0.04 12.351
Si -10.906 2.773 12.353
Si -13.625 5.49 12.353
Si -10.933 -8.112 12.343
Si -13.643 -5.402 12.353
Si -10.904 -2.667 12.361
Si -8.194 0.061 12.367
Si -5.494 2.762 12.361
Si -8.206 5.486 12.347
Si -5.486 -8.101 12.369
Si -8.201 -5.387 12.368
Si -5.485 -2.674 12.352
Si -2.778 0.024 12.34
Si -0.074 2.739 12.352
Si -2.783 5.485 12.383
Si -0.075 8.172 12.37
Si -2.782 -5.398 12.36
Si -0.064 -2.716 12.338
Si 1.282 1.363 13.69
Si 3.997 4.058 13.675
Si 1.295 6.807 13.723
Si 4.013 9.502 13.7
Si 1.283 -4.086 13.7
Si 4.017 -1.375 13.677
Si 6.737 1.338 13.655
Si 9.473 4.076 13.621
Si 6.73 6.78 13.637
Si 9.472 9.497 13.628
Si 6.736 -4.128 13.672
Si 9.46 -1.401 13.636
Si 12.223 1.348 13.591
Si 14.957 4.074 13.562
Si 12.21 6.797 13.599
Si 14.937 9.498 13.565
Si 12.198 -4.091 13.585
Si 14.969 -1.35 13.572
Si 17.697 1.37 13.56
Si 20.433 4.083 13.543
Si 17.703 6.777 13.525
Si 20.442 -6.8 13.532
Si 17.695 -4.074 13.538
Si 20.439 -1.349 13.525
Si 23.166 1.371 13.509
Si 25.91 4.092 13.524
Si 23.182 -9.524 13.552
Si 25.905 -6.799 13.51
Si 23.194 -4.073 13.517
Si 25.921 -1.361 13.521
Si 28.651 1.37 13.544
Si 31.363 4.075 13.531
Si 28.641 -9.508 13.503
Si 31.356 -6.779 13.511
Si 28.634 -4.073 13.513
Si 31.372 -1.338 13.51
Si 34.069 1.358 13.49
Si 36.793 4.065 13.496
Si 34.072 -9.514 13.499
Si 36.781 -6.782 13.504
Si 34.079 -4.047 13.504
Si 36.801 -1.355 13.519
Si 39.502 1.346 13.509
Si 42.237 4.052 13.514
Si 39.529 -9.517 13.482
Si 42.255 -6.787 13.52
Si 39.509 -4.056 13.518
Si 42.216 -1.37 13.514
Si 44.944 1.313 13.555
Si 47.681 4.039 13.565
Si 44.964 -9.539 13.548
Si 47.683 9.494 13.552
Si 44.958 -4.098 13.568
Si 47.672 -1.407 13.605
Si 50.377 1.325 13.623
Si -44.842 4.042 13.615
Si 50.381 6.772 13.596
Si -44.864 9.498 13.63
Si 50.377 -4.126 13.635
Si -44.829 -1.39 13.638
Si -42.143 1.335 13.607
Si -39.455 4.066 13.583
Si -42.158 6.783 13.618
Si -39.443 -6.804 13.6
Si -42.138 -4.085 13.619
Si -39.442 -1.364 13.572
Si -36.724 1.359 13.55
Si -34.016 4.092 13.519
Si -36.732 -9.499 13.561
Si -34.018 -6.796 13.54
Si -36.717 -4.084 13.57
Si -33.999 -1.376 13.551
Si -31.284 1.354 13.537
Si -28.583 4.059 13.553
Si -31.305 -9.512 13.532
Si -28.595 9.518 13.584
Si -31.29 -4.1 13.565
Si -28.566 -1.382 13.566
Si -25.866 1.324 13.575
Si -23.154 4.074 13.646
Si -25.886 6.782 13.598
Si -23.169 9.51 13.627
Si -25.866 -4.087 13.606
Si -23.169 -1.374 13.632
Si -20.441 1.357 13.667
Si -17.711 4.102 13.687
Si -20.435 6.814 13.654
Si -17.722 9.537 13.676
Si -20.451 -4.081 13.656
Si -17.718 -1.342 13.679
Si -14.983 1.405 13.705
Si -12.254 4.143 13.714
Si -14.989 6.851 13.716
Si -12.292 -6.758 13.718
Si -15.016 -4.04 13.705
Si -12.257 -1.297 13.721
Si -9.548 1.437 13.728
Si -6.858 4.133 13.715
Si -9.583 -9.476 13.692
Si -6.837 -6.736 13.729
Si -9.557 -4.023 13.732
Si -6.826 -1.298 13.72
Si -4.127 1.39 13.701
Si -1.409 4.117 13.722
Si -4.137 6.867 13.737
Si -1.434 9.551 13.717
Si -4.125 -4.016 13.724
Si -1.409 -1.336 13.688
Si -0.055 0.001 15.06
Si 2.625 2.72 15.047
Si -0.056 5.464 15.106
Si 2.661 8.159 15.084
Si -0.076 -5.428 15.081
Si 2.657 -2.732 15.035
Si 5.388 -0.025 15.024
Si 8.103 2.724 14.975
Si 5.376 5.42 14.998
Si 8.097 8.138 14.977
Si 5.389 10.838 15.062
Si 8.116 -2.781 15.008
Si 10.854 -0.02 14.93
Si 13.604 2.718 14.922
Si 10.854 5.437 14.959
Si 13.58 8.153 14.953
Si 10.855 10.864 14.955
Si 13.585 -2.715 14.888
Si 16.346 0.011 14.925
Si 19.073 2.728 14.905
Si 16.345 5.432 14.891
Si 19.086 8.122 14.86
Si 16.338 10.86 14.868
Si 19.063 -2.697 14.87
Si 21.812 0.011 14.869
Si 24.527 2.732 14.86
Si 21.802 5.434 14.902
Si 24.575 -8.167 14.887
Si 21.829 -5.434 14.858
Si 24.567 -2.725 14.884
Si 27.286 -0.011 14.883
Si 30.024 2.713 14.924
Si 27.293 5.449 14.867
Si 29.992 -8.144 14.864
Si 27.26 -5.437 14.864
Si 30.022 -2.719 14.852
Si 32.728 0.021 14.886
Si 35.443 2.679 14.852
Si 32.745 5.431 14.874
Si 35.414 -8.146 14.858
Si 32.724 -5.41 14.858
Si 35.434 -2.701 14.887
Si 38.17 -0.019 14.897
Si 40.876 2.684 14.862
Si 38.18 5.425 14.82
Si 40.903 -8.169 14.837
Si 38.138 -5.412 14.855
Si 40.857 -2.694 14.893
Si 43.58 -0.063 14.899
Si 46.334 2.65 14.899
Si 43.607 5.394 14.878
Si 46.341 -8.183 14.904
Si 43.592 -5.444 14.924
Si 46.327 -2.783 14.965
Si 49.022 -0.053 14.98
Si 51.736 2.675 14.996
Si 49.043 5.378 14.938
Si 51.689 8.135 15.002
Si 49.007 10.811 14.982
Si 51.734 -2.762 15.002
Si -43.473 -0.029 15.012
Si -40.825 2.718 14.971
Si -43.525 5.419 14.99
Si -40.821 8.164 14.975
Si -43.513 10.874 14.98
Si -40.806 -2.69 14.976
Si -38.088 0 14.918
Si -35.379 2.749 14.888
Si -38.114 5.465 14.912
Si -35.396 -8.11 14.921
Si -38.088 -5.427 14.946
Si -35.354 -2.726 14.93
Si -32.631 -0.013 14.895
Si -29.93 2.697 14.918
Si -32.669 5.453 14.881
Si -29.983 -8.15 14.932
Si -32.661 -5.46 14.921
Si -29.92 -2.744 14.924
Si -27.201 -0.045 14.948
Si -24.534 2.679 14.96
Si -27.248 5.41 14.944
Si -24.539 8.14 14.975
Si -27.233 10.877 14.959
Si -24.527 -2.732 15.005
Si -21.813 -0.02 15.008
Si -19.079 2.727 15.03
Si -21.792 5.453 15.011
Si -19.102 8.193 15.031
Si -21.826 10.874 15.005
Si -19.085 -2.718 15.018
Si -16.363 0.037 15.039
Si -13.613 2.78 15.057
Si -16.353 5.473 15.05
Si -13.646 8.221 15.108
Si -16.374 10.895 15.054
Si -13.656 -2.65 15.044
Si -10.903 0.085 15.089
Si -8.213 2.809 15.112
Si -10.912 5.507 15.102
Si -8.241 -8.103 15.03
Si -10.952 -5.375 15.072
Si -8.179 -2.658 15.077
Si -5.47 0.06 15.097
Si -2.764 2.74 15.054
Si -5.516 5.508 15.065
Si -2.794 8.236 15.111
Si -5.482 -5.363 15.092
Si -2.762 -2.646 15.079
O 5.597 -4.208 -2.909
O 10.636 6.417 -5.026
O 16.421 -2.726 21.917
O 3.729 0.878 23.086
O 1.499 4.227 23.245
O 1.846 -0.886 23.408
O 9.973 6.035 23.187
O 5.465 2.592 22.205
O 4.838 -3.855 22.99
O 2.815 -5.425 22.313
O 9.765 -7.924 25.885
O 9.422 -1.401 -2.138
O 8.243 -0.038 22.049
O 6.568 -1.874 22.919
O 16.376 -6.213 -6.45
O 12.581 -6.782 23.304
O 10.904 8.119 22.019
O -3.704 7.198 24.876
O 10.388 4.655 -3.159
O 6.816 -6.746 23.209
O 3.31 6.166 23.085
O 8.404 -5.333 21.694
O 20.367 4.215 -1.895
O 2.313 1.082 25.265
O 9.989 3.933 -5.651
O 12.909 7.607 -6.331
O 13.669 0.058 22.118
O 11.768 4.038 22.962
O 10.84 -2.958 25.056
O 21.459 -0.587 -6.807
O 15.187 7.611 22.808
O 12.423 -3.951 23.208
O 7.399 -4.256 23.776
O 10.678 -6.121 -3.051
O 17.69 -7.644 -4.603
O 21.775 -7.709 -2.762
O 15.565 -0.418 24.487
O 15.125 -7.994 -4.902
O 10.011 0.304 -6.049
O 6.606 -7.57 -1.124
O 13.735 -5.223 25.047
O 10.725 -3.11 -3.582
O 14.055 -5.631 -4.461
O 19.129 6.86 -5.853
O 13.667 5.549 22.067
O 5.209 7.909 22.283
O -0.832 8.046 22.01
O 11.498 -0.627 26.045
O 26.695 3.838 -4.826
O 10.943 -5.417 0.083
O 0.733 6.703 23.468
O 21.85 -7.981 -7.011
O 12.542 4.253 -1.187
O 14.598 4.164 -2.612
O 20.241 -7.199 -5.13
O 14.859 -4.645 22.754
O 16.884 7.627 -6.873
O 13.752 3.823 25.971
O 15 -7.02 -2.447
O 17.153 1.611 -5.135
O 12.316 3.553 -4.568
O 22.162 1.486 -5.398
O 10.364 1.944 -3.969
O 10.575 -2.284 -6.073
O 16.226 5.333 -0.176
O 7.91 7.806 -3.208
O 18.947 -8.107 -0.233
O 7.636 3.771 23.057
O 7.473 -0.38 -3.626
O 8.517 6.941 -0.803
O 15.666 1.653 22.935
O 20.973 -5.515 -7.074
O 9.713 2.071 22.716
O 9.758 3.87 24.625
O 2.021 5.672 25.382
O 22.752 -4.242 -5.574
O 5.34 -5.572 -0.129
O 4.008 -0.844 25.048
O 31.329 7.235 25.68
O -0.752 -2.083 26.155
O 12.744 -7.685 -3.659
O 16.517 -5.214 -3.453
O 19.566 -2.254 -5.985
O 17.443 -2.969 -2.545
O -6.049 1.054 -3.652
O -1.67 6.25 26.053
O 18.662 3 -3.453
O 26.037 0.916 -3.699
O 14.471 2.785 -5.921
O 13.887 1.776 -3.514
O -24.083 -6.694 25.217
O 14.415 2.024 -0.967
O 7.06 -1.361 -1.202
O 5.165 0.018 -0.209
O 18.012 3.59 -0.99
O 9.288 -4.288 -1.411
O 43.714 -5.56 -0.007
O -30.662 -5.842 -3.666
O 15.229 -4.696 -1.202
O 17.265 -3.176 -5.147
O -21.455 2.664 -2.671
O 22.928 4.297 -1.549
O -9.655 2.137 -5.981
O 37.07 6.963 -1.407
O 5.611 5.114 -0.324
O 40.52 -2.332 -6.405
O 3.646 -3.975 -1.142
O 7.624 3.046 -0.346
O 14.45 5.358 -6.153
O 2.185 -1.707 -1.259
O -21.532 5.266 -3.327
O 38.229 7.061 -6.131
O 47.123 -5.489 -3.466
O -27.246 -3.681 -5.202
O 8.509 0.927 -1.488
O 10.618 5.515 -0.128
O 12.215 -7.281 -1.162
O 9.102 5.836 -7.136
O 6.549 -0.126 25.664
O 5.883 -2.92 25.192
O 39.703 -7.316 -7.089
O 12.476 -3.766 -5.319
O 8.015 -5.433 -3.349
O 39.805 2.239 24.817
O 21.586 -4.402 -3.179
O 21.834 6 -3.261
O 32.63 -2.789 22.109
O 20.026 1.251 23.081
O 17.572 4.303 23.296
O -6.057 5.795 25.173
O 24.146 6.834 24.209
O 21.873 2.758 22.08
O 20.328 -3.107 22.844
O 19.062 -5.404 22.167
O 26.439 7.463 25.318
O 30.098 -1.741 -3.341
O 24.593 -0.067 22.01
O 23.428 -2.164 23.034
O 24.943 0.167 26.249
O 21.439 3.632 25.638
O 28.225 -6.14 23.105
O 27.228 8.011 22.068
O 26.088 5.488 -6.748
O 19.82 1.715 -1.34
O 22.764 -6.638 22.978
O 19.2 5.558 21.781
O 24.6 -5.43 21.747
O 36.605 0.253 -4.47
O -7.77 7.679 25.455
O 31.465 2.887 -5.406
O 24.942 -2.306 25.226
O 30.153 -0.042 21.903
O 28.195 3.368 22.813
O 28.42 -1.542 23.076
O 36.536 0.51 -7.124
O 31.727 6.604 22.968
O 27.483 -5.817 25.721
O 16.5 -4.743 25.108
O 28.375 1.562 -2.59
O 29.416 1.493 -6.234
O 23.697 -6.939 -1.218
O 39.256 -7.718 -1.399
O -27.019 2.329 -6.666
O 41.038 -6.402 -5.01
O 31.894 -4.524 -5.937
O -29.878 -0.665 24.911
O 21.789 -5.46 -0.212
O 29.742 -7.114 24.897
O 25.373 -1.37 -2.652
O 29.265 -7.749 -3.803
O 22.464 -6.363 25.495
O 30.689 -6.79 -5.649
O -6.161 -5.997 -4.963
O 29.697 5.33 21.881
O 21.009 7.138 22.856
O 15.85 -7.326 24.962
O -31.54 -6.005 -7.138
O 27.003 -5.273 -0.366
O -5.843 -2.181 25.242
O 34.024 7.677 -6.094
O 17.521 -7.489 22.957
O 23.759 -4.463 24.315
O 35.045 5.323 -5.685
O 32.927 2.953 -3.299
O 33.939 6.622 -3.634
O 31.6 -4.752 23.447
O 28.554 0.952 23.896
O 30.036 -2.76 -0.354
O 30.244 -1.718 -6.021
O 31.937 0.897 -6.978
O 27.648 -1.062 -3.937
O 35.55 2.919 -3.377
O -28.212 -4.856 -1.509
O 27.69 -1.677 -6.535
O 32.783 5.279 -0.316
O 41.941 -4.462 -6.548
O 27.063 -0.791 25.178
O 25.323 5.518 -3.395
O 35.223 -7.964 -0.489
O -15.054 0.244 23.091
O 31.784 5.188 -3.993
O 32.611 2.82 25.105
O 17.783 0.936 24.422
O 25.463 7.067 -1.273
O 31.656 1.931 22.866
O 37.088 -0.774 -2.182
O 27.086 2.644 25.144
O 25.774 -3.454 22.945
O 25.198 4.515 25.076
O 23.587 4.531 22.982
O 17.685 4.482 25.927
O 38.595 7.117 -3.483
O 19.058 -4.57 -3.766
O 23.064 3.629 -6.407
O 25.211 -3.525 -1.133
O 28.234 -7.063 -1.624
O -38.937 0.298 -4.478
O 16.376 -2.314 26.119
O 31.746 6.885 -1.868
O 22.593 1.358 25.786
O 34.489 -0.51 -5.858
O 35.233 -1.823 -3.624
O 30.769 1.564 -1.351
O -44.203 2.667 25.014
O -31.54 7.737 -6.491
O 28.022 3.675 -7.022
O -39.338 4.248 23.277
O 27.318 -5.918 -3.945
O -3.697 7.328 -2.984
O 3.269 5.73 -3.935
O 21.601 0.004 -0.412
O 34.883 4.033 -1.145
O 24.222 7.894 -3.371
O 33.609 -6.189 -1.618
O -11.941 1.218 23.413
O -7.363 1.338 -1.275
O 20.312 -7.925 25.053
O 29.647 -0.929 25.367
O 30.249 3.29 -3.202
O 36.246 1.815 -1.117
O 20.888 6.75 -1.055
O 21.781 3.542 -3.944
O 24.246 3.112 -4.167
O -40.955 -0.728 25.245
O -18.172 1.579 -6.895
O 18.274 -0.925 -1.245
O 19.775 -4.308 -1.225
O -30.765 -4.049 -5.617
O 36.207 7.55 -4.599
O 23.554 -5.963 -3.718
O 24.431 2.629 -0.307
O 26.342 0.966 -1.067
O 29.004 3.513 -0.991
O 27.238 5.418 -0.353
O -40.002 5.69 -3.595
O 1.305 -6.466 -4.428
O 38.614 -0.024 24.206
O 31.394 -6.252 -3.115
O 28.201 -1.518 -1.49
O -6.643 5.829 -5.885
O -15.354 2.15 24.875
O 39.09 -0.515 -3.834
O -9.959 -4.39 -2.842
O 48.866 -3.028 22.168
O 35.727 0.712 22.78
O 33.427 3.884 22.855
O 34.16 -1.219 23.311
O 43.274 7.845 22.059
O -37.208 -3.827 -6.138
O 36.969 -4.507 23.337
O 35.197 -5.815 22.027
O 42.758 5.92 26.299
O 35.656 8.075 26.107
O 40.815 -0.076 22.01
O 39.268 -2.111 22.816
O 44.399 4.027 25.346
O 45.692 -7.247 -6.698
O 45.135 -6.815 22.978
O -10.496 -0.241 -0.255
O -20.534 0.212 -6.984
O 37.419 4.019 -2.108
O 39.513 -7.693 22.571
O 35.446 5.466 22.093
O 40.877 -5.465 22.118
O -48.574 3.178 -4.335
O 40.923 0.227 -6.024
O 42.49 3.36 -6.062
O 38.331 -2.431 25.315
O 44.583 -1.736 23.287
O 44.506 3.142 22.912
O -36.596 -2.867 -3.691
O 46.187 1.977 24.568
O 47.937 6.821 23.267
O 45.01 -4.3 23.674
O -26.05 -5.015 24.706
O 45.668 6.736 -5.631
O 43.537 -3.17 25.438
O 37.423 -7.041 23.927
O 44.189 7.762 -3.589
O -47.921 5.063 -6.109
O -42.395 -6.953 -1.778
O -46.259 -3.245 -4.443
O 48.593 -6.255 -5.521
O -5.388 5.456 -3.403
O 47.255 -5.102 22.871
O 45.967 -0.398 -3.687
O 47.028 1.692 -1.108
O -34.515 -4.512 22.775
O -47.469 -7.281 -7.087
O 5.464 6.975 -3.392
O 46.117 5.201 22.305
O 37.404 6.977 22.867
O 29.421 6.605 24.099
O -48.184 7.753 -4.899
O -45.6 6.451 -1.28
O -37.599 4.834 -3.789
O 30.957 4.301 23.894
O -45.445 4.331 -6.637
O 33.141 -7.856 22.016
O 35.402 -5.847 25.015
O 48.307 5.587 -4.03
O 47.423 4.065 -2.135
O -46.111 -7.932 -3.511
O -38.317 2.996 25.33
O 47.547 4.172 -6.033
O -48.766 -4.031 -4.171
O 44.792 -4.766 -2.476
O -8.783 -6.359 -4.05
O -48.264 -1.502 -4.841
O 44.257 0.923 -5.116
O -46.255 2.089 -3.708
O 42.922 3.085 -3.547
O -20.737 -6.964 -5.72
O -48.808 5.49 0.006
O -42.253 -3.232 -2.92
O 47.984 7.822 -6.729
O 38.248 1.722 -2.989
O -46.797 -7.047 -1.125
O 39.848 3.955 22.971
O 36.98 3.619 -5.933
O 45.004 3.575 -5.37
O 41.205 0.976 -3.129
O -18.729 6.517 -3.781
O -14.661 -4.378 24.385
O 48.701 3.851 26.218
O -46.049 -5.551 -5.717
O -43.502 2.763 22.231
O 42.623 -3.547 22.96
O -33.551 -7.045 -5.807
O -38.796 -2.169 24.199
O 43.63 -6.183 -5.813
O -43.18 0.35 24.62
O 38.087 -5.396 -0.72
O -5.185 -4.488 -3.095
O -24.654 5.276 25.287
O -3.787 -1.72 -1.157
O 42.868 -6.532 -2.564
O -8.645 -0.233 -5.894
O 47.582 6.687 -1.626
O 26.825 7.823 -3.381
O -47.785 -3.42 -6.536
O -48.323 -6.418 -3.123
O -48.867 0.301 -0.414
O 12.657 5.916 -3.263
O -48.444 0.865 -2.968
O -37.26 2.214 -4.008
O 45.429 -0.487 -6.968
O 45.927 2.181 -3.373
O 37.298 1.77 25.603
O -28.431 1.407 25.667
O 36.573 -3.366 -1.684
O 38.372 0.36 -0.294
O -47.13 4.179 -1.307
O 42.376 -4.072 -1.534
O -43.063 -4.859 25.584
O -20.354 -1.567 23.25
O -48.8 -5.473 -0.417
O -31.938 -1.084 -1.763
O 48.047 -0.294 -6.567
O -47.022 5.924 -3.357
O -0.548 4.426 -4.812
O -45.107 1.866 -1.36
O 39.367 5.93 -1.16
O -20.722 4.553 -0.986
O -10.832 6.039 -2.917
O 39.872 3.498 -1.778
O -23.037 -0.412 -6.098
O 32.74 0.026 -0.49
O 34.73 -1.642 -1.129
O 38.35 -6.99 -4.877
O 43.806 0.802 -2.65
O 42.667 -4.475 -4.072
O 42.257 2.145 -1.084
O 43.685 0.075 -0.164
O 45.079 3.423 -1.199
O 43.691 5.405 -0.37
O 44.926 -7.534 -1.239
O 46.433 0.154 22.239
O 46.354 -2.92 -3.417
O 45.485 -1.515 -1.341
O -17.674 -1.111 -1.171
O -26.436 6.952 -6.235
O 47.062 -4.061 -1.246
O -18.586 -3.395 25.589
O -48.675 -5.285 25.621
O -32.718 -2.689 22.117
O -45.236 1.064 23.173
O -47.266 4.052 23.339
O -48.004 -1.033 23.319
O -40.107 6.025 25.064
O -1.571 1.085 -6.072
O -44.379 -4.54 23.38
O -46.316 -5.481 22.078
O -34.794 -5.171 25.29
O -41.19 2.668 -3.771
O -40.645 0.017 22.131
O -42.352 -1.654 23.153
O -38.894 1.687 23.103
O -37.023 -6.442 23.248
O -40.316 6.55 22.597
O -46.925 -7.252 25.705
O 25.446 -1.214 -5.3
O -42.474 -6.368 23.369
O -45.6 6.153 23.148
O -39.517 -4.493 23.264
O -38.69 -4.022 25.907
O -32.948 -3.705 -7.015
O 8.126 -1.432 -6.026
O -34.945 0.505 22.099
O -36.929 3.457 23.026
O -36.642 -0.972 23.177
O -31.237 6.916 23.864
O -33.641 7.122 22.868
O -36.408 -3.367 24.213
O 47.021 -4.03 26.365
O -12.307 -3.79 23.257
O -37.813 -2.987 21.987
O -32.966 3.978 -4.902
O -32.493 -7.854 -3.527
O -29.061 6.95 -6.363
O -37.812 6.499 26.374
O -26.699 -5.662 -3.655
O -33.232 0.48 -3.834
O -41.761 7.517 -3.671
O -24.197 5.833 -6.992
O -40.381 -1.429 -3.137
O -41.769 3.653 -1.393
O 47.669 -0.393 24.645
O -47.915 -0.655 25.882
O -35.431 5.416 22.154
O -43.699 7.968 22.303
O 47.651 6.112 25.83
O -15.927 2.651 -5.771
O -29.992 7.94 -3.577
O -38.12 -5.372 -0.659
O -47.806 6.225 24.687
O -31.799 -0.523 23.253
O -48.088 -6.738 23.362
O -23.984 6.527 23.007
O -41.04 -3.425 25.068
O -38.641 5.876 -1.375
O -37.043 -6.201 25.95
O -45.864 -3.069 -0.531
O -31.62 1.183 25.512
O -39.888 -3.626 -1.627
O -34.237 -3.439 -4.664
O -30.698 2.745 -5.151
O -37.225 1.081 -6.366
O -30.074 1.772 -2.87
O 45.435 -0.045 26.076
O -47.593 1.884 26.389
O -32.448 5.257 -0.372
O -25.175 -5.064 -5.813
O -2.477 0.35 22.391
O 18.224 -0.976 -4.005
O -30.932 -7.25 -1.437
O -41.876 4.61 23.315
O 42.591 7.47 -1.419
O 34.421 2.728 -5.572
O -24.713 -1.101 -4.06
O -43.17 -2.141 25.596
O -42.446 -5.525 -7.042
O -27.343 -0.273 -6.959
O 41.139 5.833 21.878
O -8.678 5.231 25.26
O -36.556 7.024 -2.536
O -32.375 -1.191 25.803
O 38.984 3.981 -4.326
O -43.933 -4.521 -4.476
O -43.842 -5.136 -0.538
O 48.603 -7.912 25.247
O -43.005 -2.258 -5.394
O -45.521 0.445 25.72
O -40.399 7.803 -1.346
O 48.855 -2.763 25.037
O -34.394 6.801 -1.191
O 13.573 -2.912 -0.273
O -38.625 -7.972 24.819
O 11.913 -1.578 -1.591
O -34.453 -1.387 -2.7
O -40.847 -0.899 -5.749
O -31.982 -3.605 -3.3
O -19.835 -5.6 25.277
O -34.288 5.958 -6.012
O -27.172 -1.931 -3.281
O -5.954 -0.862 -5.647
O -35.27 2.612 -0.436
O -41.538 -1.813 -0.874
O -43.425 0.01 -0.47
O -30.449 3.296 -0.725
O -12.637 -6.19 24.281
O -28.902 6.7 -1.504
O -3.246 -7.254 -1.084
O -32.645 -5.524 -0.554
O -17.45 4.537 -4.963
O 1.001 0.838 -5.594
O -17.264 0.477 24.813
O -28.526 3.911 -2.526
O 43.698 1.594 25.126
O -43.45 5.396 -0.38
O -42.485 4.924 -4.088
O 1.914 -0.819 -3.782
O -16.289 8.019 25.39
O -40.343 1.453 -1.381
O -47.387 -1.309 -1.66
O 34.086 -3.309 -6.139
O -1.153 -8.037 24.529
O 1.013 -7.001 23.301
O 26.202 1.7 22.918
O 39.187 7.375 24.748
O -38.3 0.102 -0.432
O -12.154 -4.625 -1.47
O -43.645 2.385 -3.506
O -36.074 -6.912 -1.445
O -22.072 -0.93 25.074
O 43.508 5.453 -4.609
O -38.809 -2.292 -4.97
O -19.295 4.03 -3.201
O -29.942 -2.814 -0.786
O -38.448 -4.752 -4.004
O -34.171 -3.834 -1.814
O -18.394 -6.065 -6.733
O -27.92 -7.433 -2.319
O -15.24 -2.265 22.887
O -27.378 -0.396 24.138
O -31.125 4.352 23.146
O 36.745 -1.632 23.358
O -27.353 2.752 22.154
O -28.165 -4.189 23.25
O -30.113 -5.519 22.233
O -11.135 1.649 -3.87
O -26.581 2.6 -3.744
O -24.51 -0.062 22.206
O -10.893 2.91 21.898
O -22.664 1.595 23.09
O -19.018 0.262 22.132
O -19.227 -4.97 22.66
O -22.136 8.094 22.056
O -25.03 3.886 -5.522
O -35.178 -7.638 -3.876
O -25.51 -6.937 23.045
O -29.049 5.968 22.845
O -23.884 -4.918 23.209
O 16.443 4.072 -4.693
O -36.144 4.731 -1.449
O -24.845 1.232 -5.203
O -27.267 -2.81 25.22
O -17.547 7.457 -1.06
O -20.76 3.472 22.966
O -17.05 -3.931 23.282
O -12.05 -5.385 -4.139
O -17.322 7.241 23.093
O -3.183 -7.493 -5.821
O 31.438 -5.027 26.387
O -0.292 2.465 22.36
O -21.17 -3.398 24.97
O 39.359 -4.806 -6.165
O 19.548 7.363 -3.254
O -16.69 -8.126 -3.386
O -35.873 8.149 24.735
O -13.223 -6.474 -6.357
O -20.266 4.914 25.839
O -39.248 3.557 -2.246
O -25.973 -6.128 -1.189
O 17.244 -6.38 -1.185
O -21.699 -3.437 -3.807
O 40.279 -1.041 -1.58
O -6.591 -3.015 22.879
O -17.936 -3.652 -1.314
O -14.541 3.393 -0.929
O -19.11 5.442 22.268
O -9.73 -6.606 -1.504
O 28.842 -4.61 -5.702
O -10.828 -5.438 -6.541
O -5.313 7.923 -7.045
O -21.603 -5.668 0.104
O -44.524 -6.801 25.018
O 28.157 -3.54 -3.343
O -35.263 -2.405 -6.971
O -25.186 -1.169 25.319
O -37.763 -7.207 -3.356
O 45.771 5.72 -3.251
O -5.333 -5.74 -0.754
O -43.074 3.147 -5.884
O 46.543 1.882 -6.649
O -17.017 1.977 22.746
O -17.754 -6.36 -1.762
O -21.076 -2.092 -5.945
O -12.773 6.813 -1.34
O -27.399 7.951 22.149
O -15.519 3.696 -3.335
O -7.86 -2.56 -4.988
O -22.695 -4.229 -6.141
O -10.362 -7.958 -6.908
O 25.508 2.93 -7.02
O -8.469 -2.292 -0.217
O -15.303 -7.34 -1.225
O -47.805 0.992 -5.522
O -27.88 4.721 -5.793
O -18.559 -1.994 -3.45
O 48.708 2.301 22.333
O -28.478 -5.198 25.668
O -3.23 -5.371 25.37
O -9.258 4.326 -1.564
O -18.582 6.988 26.251
O -16.214 -2.448 25.313
O -22.664 -2.654 22.969
O -23.806 5.888 -4.336
O -2.809 2.726 -0.217
O -22.648 -4.201 -1.573
O -25.791 4.598 23.043
O -8.996 4.098 23.1
O 11.231 -0.538 -3.851
O -22.134 -6.027 -3.526
O -24.472 -8.122 -0.401
O -26.965 -0.206 -0.32
O 6.373 -4.806 -5.303
O -7.514 -5.391 -2.112
O -13.657 1.953 -3.04
O -10.192 -2.254 -6.358
O -16.884 1.31 -1.118
O -31.127 4.179 -3.012
O 34.163 0.716 -3.677
O -4.452 -1.314 23.242
O -8.229 5.823 -3.562
O 31.709 7.723 -4.272
O 8.184 1.739 24.722
O -25.226 -1.808 -1.516
O -18.918 2.764 -0.314
O -15.808 0.427 -7.066
O -38.989 -6.838 -5.538
O -27.775 6.718 -3.99
O 8.57 -6.925 -6.511
O -16.103 -5.219 -0.087
O -33.218 8.005 25.212
O 4.643 4.089 -5.543
O 41.829 4.083 24.629
O -17.226 -1.342 -5.677
O -12.969 4.461 -2.679
O -27.16 5.421 -0.129
O -10.506 3.017 25.007
O -25.156 -3.579 -3.565
O -25.999 3.611 -1.432
O -21.904 2.893 25.245
O -29.813 5.322 25.286
O 16.858 6.618 24.47
O -28.784 0.947 -5.191
O -22.777 0.612 -3.668
O 14.176 6.435 -1.242
O -23.401 1.607 -1.247
O -21.632 -0.091 -0.405
O -7.484 6.541 23.137
O -23.045 6.646 -1.786
O -20.096 -7.347 -1.196
O -1.784 -4.41 23.295
O -32.88 2.548 22.158
O -20.091 -5.025 -2.383
O -20.059 -2.041 -1.22
O -20.09 -4.435 -5.592
O -23.283 -6.801 -5.702
O -25.946 -2.14 22.987
O -3.937 5.038 26.329
O -9.208 6.305 -5.859
O 0.067 -2.666 22.506
O 31.848 -4.285 -1.457
O -15.157 4.28 23.494
O 7.34 6.157 -5.125
O -0.997 -6.079 -5.57
O 5.429 2.011 -6.941
O -8.273 -6.394 -6.508
O -13.826 -5.326 21.916
O -3.579 -6.32 22.982
O -8.512 1.822 -3.577
O -8.156 0.02 21.983
O -9.651 -1.723 23.08
O -6.58 1.287 23.574
O 46.288 -6.173 25.136
O -4.339 -3.865 23.66
O -5.512 -8.065 22.379
O -17.778 -6.667 24.037
O -29.346 -3.493 -3.558
O -10.161 -6.753 23.361
O -13.509 5.728 22.299
O -8.252 -5.144 22.42
O -0.455 0.326 -3.482
O -12.083 1.004 25.97
O -12.581 5.465 -6.182
O 12.393 1.134 -5.525
O -4.256 4.765 23.648
O 3.063 -8.136 -3.436
O 47.978 -1.219 -2.238
O 25.909 5.754 22.757
O -32.055 -7.094 23.073
O 6.393 -7.722 -5.237
O 0.165 2.99 -6.847
O 0.369 2.431 26.292
O -2.046 -7.068 -3.419
O 3.667 3.313 -3.2
O -10.859 -1.207 25.228
O -1.997 -1.917 -3.037
O -8.66 0.175 24.777
O -12.079 -2.877 -3.396
O -13.232 6.676 -3.941
O -23.979 2.915 -3.404
O 43.014 -1.197 -6.231
O -0.326 -1.279 -0.982
O 41.456 -1.45 -4.064
O 0.817 5.52 -6.783
O 41.8 2.054 23.049
O -2.527 5.859 22.239
O -11.992 7.709 23.304
O 8.709 -5.489 26.329
O -19.058 0.329 -4.779
O -45.897 -5.415 -3.049
O 0.528 8.046 -6.147
O -45.576 4.81 25.403
O 2.031 3.833 -5.212
O -15.394 -7.234 23.099
O -33.089 -1.425 -5.685
O 9.934 -3.381 22.669
O -1.725 2.622 -3.34
O 12.368 -6.181 -6.425
O -2.853 3.275 -5.656
O -2.769 4.972 -3.608
O -36.731 -1.425 -1.609
O 17.459 -0.718 -6.408
O -7.973 2.744 25.171
O -12.982 -3.891 -6.03
O -4.425 -1.037 -3.672
O 1.675 1.696 -3.112
O -33.629 0.803 -1.3
O 37.901 -5.297 25.751
O -0.01 5.384 -0.492
O -16.785 -0.07 -3.399
O 18.273 -3.005 24.393
O 26.426 -3.705 -5.393
O 1.609 -6.852 -1.685
O 10.084 -4.836 -5.673
O -33.649 -5.616 -3.56
O -30.835 5.498 -5.148
O -4.069 6.291 -5.436
O -19.163 -7.243 -3.68
O 23.185 -1.865 -1.335
O -20.395 2.502 -5.839
O 37.847 2.146 22.975
O 33.287 -4.492 -3.712
O -12.56 -4.071 25.864
O -6.645 5.897 -1.154
O 3.177 -3.007 -3.408
O -16.196 5.4 -0.248
O -1.512 -3.647 -1.245
O -45.922 6.699 -5.617
O 11.805 5.487 25.119
O -8.108 8.028 -0.41
O -14.976 5.134 -5.385
O -36.405 -0.29 -4.113
O -12.324 -0.372 -2.803
O -22.06 7.763 -4.036
O -12.21 -1.005 -5.323
O 14.394 -4.574 -6.86
O -8.485 -2.389 25.338
O 35.679 -0.257 25.319
O -0.769 1.471 -1.139
O -4.136 0.98 -5.458
O -2.835 0.471 -2.342
O -3.487 -5.205 -4.821
O -29.181 1.143 23.105
O 19.943 1.435 25.702
O -33.853 -2.888 24.745
O 1.736 3.636 -1.33
O -6.364 -3.357 -1.122
O 3.794 6.671 -1.419
O -1.465 7.282 -1.56
O -0.108 -5.528 -0.305
O -5.437 -3.518 -5.549
O -14.894 -2.076 -6.638
O 13.238 -7.673 25.734
O -30.985 0.011 -4.607
O 3.51 1.73 -1.168
O -11.004 5.413 -0.103
O -38.179 8.023 21.991
O 19.519 0.938 -5.927
O -35.509 3.811 -5.048
O -11.099 -7.686 25.691
O -15.137 -0.712 -1.323
O -13.607 -2.696 -0.471
O -10.021 -1.349 -3.904
O 11.739 -1.472 22.997
O 19.85 -0.906 24.546
O 10.673 7.47 -2.653
O -5.465 0.002 -0.233
O 23.934 -3.364 -3.416
O 32.316 -2.207 -4.578
O -12.993 3.229 24.692
O -17.764 7.97 -5.723
O 39.131 2.101 -5.998
O -41.362 -4.285 -5.092
O -11.84 1.707 -1.281
O 20.009 -2.298 -2.746
O 16.162 0.124 -0.265
O -4.59 4.323 -1.204
O 26.231 3.197 -2.424
O -28.862 -1.694 -5.349
O 5.706 -1.767 -5.258
O 19.294 5.979 24.452
O -27.857 1.722 -1.531
O 33.272 -7.302 25.729
O 27.637 5.103 25.706
O 9.272 -6.203 23.941
O 11.822 5.29 -7.013
O -45.078 4.245 -2.714
O 6.752 4.553 -7.061
O 18.455 -1.192 22.501
O 21.691 6.191 25.288
O -40.265 -6.623 -3.238
O -34.497 5.556 -3.416
O -9.929 3.943 -4.117
O -15.832 -6.725 -6.652
O 14.316 -2.683 24.487
O 3.411 -5.607 -3.194
O -14.759 4.42 26.138
O 7.646 -2.943 -3.941
O -41.011 6.088 -5.946
O 31.16 0.291 -4.614
O -1.95 3.477 26.151
O -22.426 4.199 -5.92
O -19.918 5.054 -5.594
O 15.616 2.002 25.543
O -23.257 4.104 23.349
O 0.511 -2.882 -2.877
O 16.322 2.238 -2.757
O -37.79 3.618 -6.196
O -32.371 0.853 -6.575
O -1.532 0.64 26.144
O 11.287 -5.885 25.517
O -14.331 7.507 -6.118
O 31.507 -2.751 25.095
O -6.685 3.451 -2.533
O 29.459 -4.491 24.789
O -7.367 8.004 -4.825
O -6.684 0.882 26.379
O 9.026 -6.897 -1.392
O 24.823 -6.925 24.571
O -20.287 -7.189 23.302

Results
total energy: -609909.422 eV
total energy less fixed offsets of O -438.25, Si -107.07 eV per atom: 9.778 eV

Forces (eV/angstrom) on atoms 1556 to 2235 of the 3024, counted in the order above; the others are left out for length: element, x, y, z
Si -0.004 0.009 -0.004
Si 0.004 0.007 -0.012
Si 0.007 0.002 -0.001
Si -0.007 -0.002 -0.012
Si 0.014 0.017 -0.008
Si -0.017 0 0.001
Si -0.006 -0.007 -0.004
Si -0.003 -0.012 -0.008
Si 0.001 -0.006 -0.01
Si -0.009 -0.012 -0.002
Si -0.001 -0.007 0
Si 0.006 0.012 0.011
Si 0 -0.004 0.002
Si -0.007 0.005 -0.005
Si 0.006 -0.004 -0.002
Si -0.001 0.006 0.007
Si -0.014 -0.006 0.007
Si -0.004 -0.005 0.001
Si -0.009 -0.012 0
Si 0.005 -0.016 0.004
Si 0.001 -0.007 0.004
Si -0.007 -0.001 0.001
Si 0.005 0.007 -0.005
Si 0.014 0.008 -0.008
Si 0.002 -0.008 -0.001
Si -0.002 -0.009 -0.005
Si -0.003 -0.011 -0.003
Si 0.008 0.003 -0.003
Si -0.006 0.008 -0.001
Si -0.002 0 -0.004
Si 0.01 0.013 -0.001
Si -0.009 -0.008 -0.014
Si 0.003 0.002 -0.008
Si 0.002 0.002 -0.003
Si 0.002 -0.004 0.004
Si 0.005 0.002 -0.003
Si 0.01 0 0.003
Si 0.006 0.004 -0.003
Si -0.005 -0.012 0.003
Si -0.003 -0.004 -0.007
Si 0.004 0.006 -0.01
Si -0.001 0.011 0.002
Si 0.009 0.005 0.005
Si 0.003 -0.007 -0.003
Si 0.013 0.023 0.007
Si 0.002 -0.006 0.002
Si -0.004 -0.005 0.007
Si -0.009 0.001 0
Si 0.004 0.003 -0.002
Si -0.01 -0.011 -0.004
Si 0.001 0.002 -0.006
Si -0.002 -0.002 0.001
Si 0.001 -0.007 0.004
Si -0.004 -0.008 -0.005
Si 0.026 0.002 -0.007
Si 0.016 0.013 0.002
Si -0.011 0.002 0.004
Si 0.005 0.006 0.003
Si -0.005 0.006 0.001
Si -0.004 0.013 -0.003
Si -0.005 -0.011 -0.004
Si 0 0.001 0
Si 0.014 -0.009 -0.004
Si -0.002 -0.009 -0.009
Si 0.005 0.015 -0.011
Si 0.004 -0.004 0.008
Si 0.007 0 -0.001
Si 0.006 0 0.003
Si -0.007 0.004 0
Si -0.017 0.002 0.005
Si 0.006 0.003 -0.003
Si 0.012 -0.013 -0.001
Si 0.002 0 0.007
Si -0.002 0.002 0.004
Si -0.015 0.005 -0.003
Si 0.004 -0.002 0.004
Si 0.006 -0.015 0.004
Si -0.001 0.01 -0.006
Si 0.008 -0.01 -0.001
Si -0.004 0.005 -0.001
Si 0.008 -0.003 -0.001
Si 0.005 0.005 -0.006
Si -0.004 -0.006 0.004
Si 0.002 0.005 -0.006
Si -0.008 0.01 0.001
Si -0.001 -0.014 0.003
Si -0.001 0.003 0.007
Si 0.002 0 0.002
Si 0.001 0.007 -0.001
Si -0.003 0.004 -0.001
Si -0.003 -0.005 0.001
Si 0.009 -0.001 -0.005
Si 0.003 -0.001 0
Si -0.001 -0.01 0
Si 0.007 -0.005 0.004
Si 0 0.003 0.003
Si 0.004 -0.005 -0.004
Si -0.004 0.003 0.001
Si -0.005 -0.003 -0.001
Si 0.002 -0.002 0.006
Si -0.006 -0.007 -0.006
Si 0.008 0.006 -0.001
Si -0.001 -0.001 0.004
Si 0.005 0 -0.001
Si 0.001 -0.007 0.008
Si 0.007 -0.013 -0.005
Si -0.005 0.003 -0.001
Si -0.006 0 0.003
Si 0.018 -0.004 0.003
Si 0.009 -0.001 -0.001
Si 0.001 -0.001 0.004
Si -0.015 0.002 -0.002
Si 0.009 -0.01 -0.005
Si 0.009 -0.003 0.011
Si 0.009 -0.006 0.004
Si 0.004 0.001 0.002
Si -0.004 0.004 -0.003
Si -0.01 0.003 0.008
Si -0.007 0.006 0.003
Si -0.011 0.009 0.002
Si 0.002 -0.005 0.001
Si 0.004 -0.002 0.002
Si 0.009 -0.004 -0.005
Si -0.003 -0.004 -0.004
Si 0.004 0.006 -0.001
Si -0.01 -0.001 -0.003
Si 0.001 0.018 -0.003
Si -0.002 0.007 0
Si -0.007 0.006 0.001
Si 0.005 -0.003 0
Si 0.001 0.005 -0.001
Si 0.009 -0.005 -0.003
Si -0.005 0.005 0.008
Si 0 -0.003 0.001
Si -0.003 0.005 -0.001
Si 0.002 0.003 -0.006
Si 0.021 -0.009 0.003
Si -0.001 -0.006 0
Si -0.001 0.006 0.001
Si -0.006 -0.006 0.005
Si -0.004 0 -0.002
Si 0.001 0.009 0.001
Si -0.006 0.006 0.002
Si -0.004 0.005 -0.004
Si -0.003 0.014 0
Si 0.012 -0.01 0.004
Si 0.001 -0.001 0.005
Si 0.002 -0.004 0.002
Si -0.008 0.003 -0.005
Si 0.012 0.004 -0.004
Si 0 -0.013 0
Si -0.004 -0.004 -0.002
Si 0.001 -0.002 -0.003
Si 0.001 0.003 -0.003
Si -0.012 0 -0.007
Si -0.001 0.001 0
Si 0.002 0 -0.002
Si -0.012 0.014 0.002
Si 0 -0.004 -0.007
Si -0.002 -0.007 0.001
Si -0.011 0.007 -0.002
Si -0.004 0.006 -0.004
Si -0.008 0.009 -0.006
Si 0.011 -0.013 -0.002
Si -0.005 -0.018 0.004
Si 0.001 -0.002 0.002
Si 0.003 0.003 -0.002
Si 0.001 0 0.003
Si 0.002 -0.006 0.002
Si -0.015 -0.003 0.008
Si 0.003 0.017 0.001
Si 0.003 -0.003 -0.003
Si -0.009 0.006 -0.002
Si 0.01 0.01 -0.002
Si 0.002 -0.002 -0.005
Si -0.01 -0.004 -0.003
Si 0 0.002 -0.003
Si 0.009 -0.005 -0.003
Si 0.002 -0.006 -0.002
Si 0.011 0.004 -0.002
Si 0.011 -0.006 0.001
Si 0.006 -0.004 0.005
Si 0.002 -0.004 -0.001
Si 0 -0.003 0.003
Si -0.012 0.007 -0.001
Si -0.002 -0.008 0.001
Si 0.002 -0.001 0.004
Si 0.005 0.007 -0.002
Si 0.005 0.003 0.001
Si -0.01 -0.004 -0.001
Si -0.004 0.001 0
Si -0.005 0 0
Si -0.008 0 0.001
Si 0.017 0 -0.001
Si -0.003 -0.003 0.005
Si -0.003 0.01 0.005
Si 0 -0.011 -0.002
Si -0.004 -0.004 0.002
Si -0.001 -0.001 0.006
Si 0 0.005 0
Si -0.004 0.001 0.003
Si 0.003 0.007 0.004
Si 0.008 -0.006 0
Si -0.002 0.005 0.005
Si -0.012 0.006 0
Si -0.005 0.001 0.003
Si 0.002 0.008 -0.002
Si -0.006 -0.008 0.005
Si -0.002 0.002 0.003
Si 0.01 -0.009 0
Si 0.006 0.003 0.003
Si -0.009 0.004 -0.002
Si -0.013 -0.002 0.002
Si -0.003 0.002 0.007
Si 0.002 0 0.001
Si -0.009 0.013 -0.007
Si -0.01 0.006 -0.006
Si -0.002 0.003 -0.007
Si 0.003 -0.007 -0.005
Si 0.003 0.012 -0.005
Si 0.01 -0.007 0
Si -0.007 -0.004 0.007
Si -0.005 0 0.006
Si -0.008 0.011 0
Si -0.007 0.003 -0.003
Si -0.004 -0.001 -0.008
Si -0.002 0.002 -0.001
Si 0.003 -0.009 0.009
Si -0.005 0.006 0.009
Si 0 -0.005 -0.004
Si 0.007 -0.005 0.006
Si -0.003 -0.017 -0.006
Si -0.011 0 0.002
Si -0.001 0.01 -0.004
Si -0.005 0.003 -0.012
Si -0.006 -0.018 0.002
Si -0.002 -0.009 0.001
Si 0.003 0 0.006
Si 0.013 -0.015 0.001
Si 0.008 0.004 0.001
Si 0.009 0 -0.007
Si 0.002 0.003 0.004
Si -0.005 -0.005 -0.008
Si 0 0.004 -0.001
Si -0.004 0.002 -0.001
Si 0.007 0.001 0.004
Si 0.006 0 -0.002
Si -0.003 0.001 -0.001
Si 0.004 -0.004 -0.002
Si -0.011 -0.007 -0.006
Si -0.002 -0.001 -0.002
Si 0.004 0.003 -0.007
Si -0.006 0.002 -0.003
Si 0.007 -0.004 0.007
Si 0.005 -0.003 0.004
Si -0.004 -0.003 0.001
Si 0.006 0 0.002
Si -0.001 -0.003 0.003
Si 0.004 -0.001 0.008
Si 0.007 0.015 0.009
Si 0.007 -0.012 0.002
Si 0 0.002 0.005
Si -0.001 0.007 0
Si 0.005 -0.009 0.009
Si 0.004 -0.001 0.006
Si -0.006 -0.001 0.006
Si -0.005 0.01 -0.007
Si -0.004 0.007 0.004
Si -0.004 0 0.001
Si 0.003 0 0.002
Si -0.001 -0.004 -0.003
Si 0.001 0 -0.001
Si 0.006 0.012 0.002
Si 0.017 0 0
Si -0.004 0 0.006
Si 0.011 0.004 -0.004
Si -0.013 0.008 -0.007
Si 0.003 -0.006 -0.002
Si -0.002 -0.017 -0.007
Si -0.009 -0.004 -0.002
Si 0.012 0.009 -0.01
Si 0.006 -0.006 0.013
Si -0.004 -0.001 0.003
Si 0.004 0.003 0.007
Si 0.006 -0.001 -0.005
Si -0.002 0 0.008
Si 0.005 0 0.001
Si -0.008 0.001 -0.007
Si -0.009 -0.004 0.003
Si 0.007 0.013 -0.002
Si -0.001 0.007 -0.004
Si 0.001 -0.002 -0.009
Si 0.008 -0.011 -0.009
Si 0 0.01 -0.004
Si -0.006 0 -0.002
Si -0.001 -0.003 -0.003
Si 0.004 -0.005 0.004
Si 0.005 0.003 0
Si 0.005 -0.003 -0.007
Si 0.007 0.001 -0.002
Si 0 0.007 0
Si -0.011 -0.014 -0.005
Si -0.006 0 0.01
Si -0.001 0.002 -0.002
Si 0.002 0 0.003
Si -0.002 0 0.004
Si 0.004 -0.001 0.003
Si 0.003 0.002 -0.005
Si 0 0.006 -0.006
Si 0.005 0.001 -0.002
Si -0.011 0 0.001
Si 0.01 -0.007 0.002
Si 0.007 -0.002 -0.006
Si -0.003 0.004 0.001
Si -0.007 -0.014 0.001
Si -0.002 -0.011 0.002
Si 0.01 0.009 -0.006
Si -0.006 0.009 -0.004
Si -0.004 -0.002 0.004
Si 0.002 0.001 0.006
Si 0.002 -0.013 0.004
Si -0.003 -0.007 0.002
Si 0.003 -0.009 0.002
Si 0.015 -0.005 -0.006
Si 0.001 -0.003 0.006
Si 0.001 0.006 -0.003
Si 0.009 0.008 0.005
Si 0.001 0.001 0.003
Si -0.013 -0.001 0.013
Si -0.009 -0.003 0.007
Si 0.005 0.011 -0.001
Si 0.013 -0.008 0.008
Si 0.003 0.006 -0.006
Si -0.004 -0.011 0.004
Si -0.006 0.007 0.002
Si 0.003 0.011 0.002
Si -0.004 -0.002 -0.002
Si 0.004 0.013 0
Si 0.002 0.002 -0.002
Si 0.004 -0.004 -0.001
Si 0.001 -0.001 -0.002
Si 0.012 0.001 -0.006
Si -0.003 -0.001 0.004
Si -0.002 0 0.003
Si 0.005 0.004 -0.004
Si -0.001 0.011 -0.008
Si -0.011 0.003 -0.007
Si -0.001 0.001 0
Si -0.002 -0.003 0.007
Si 0.007 -0.003 0.002
Si -0.004 -0.011 -0.003
Si 0.011 0 -0.008
Si -0.011 -0.004 -0.001
Si -0.007 0.005 0.005
Si -0.006 0.005 0.001
Si 0.003 0.002 0.011
Si 0.002 0.002 0.001
Si 0.005 0.001 0
Si 0.004 0.008 -0.004
Si -0.001 0 -0.01
Si 0.011 -0.01 0.004
Si -0.005 0.002 0.004
Si 0.001 -0.009 -0.004
Si 0.001 0 -0.007
Si -0.005 -0.004 -0.002
Si -0.008 -0.004 -0.009
Si -0.008 -0.005 -0.002
Si 0.004 0.005 -0.001
Si -0.005 -0.003 -0.003
Si 0.007 0.006 -0.005
Si -0.007 0.001 -0.01
Si -0.008 0.005 -0.002
Si 0.005 0.001 -0.006
Si 0.017 0.007 -0.001
Si -0.013 -0.021 -0.011
Si -0.001 -0.009 0
Si 0.004 0.003 -0.001
Si 0.003 0.01 -0.002
Si -0.008 -0.002 0.011
Si -0.003 -0.013 0.002
Si -0.001 0.001 0.006
Si -0.019 -0.007 0.006
Si 0 0.01 -0.001
Si 0 0.002 0.005
Si 0.008 -0.011 0.002
Si 0 0.009 0.007
Si -0.008 0.007 0
Si 0.006 -0.004 -0.003
Si -0.013 -0.004 0.002
Si -0.014 0.023 -0.009
Si 0.009 0 0.002
Si 0.005 -0.014 0
Si -0.002 -0.004 0
Si 0.007 0.006 -0.005
Si 0.003 -0.001 0.001
Si 0.014 -0.009 -0.001
Si -0.004 0.01 0.003
Si -0.004 -0.002 -0.006
Si -0.005 -0.005 0.004
Si 0.012 -0.004 -0.004
Si -0.005 -0.001 -0.001
Si 0.011 -0.005 0.007
Si 0 0.005 0.005
Si -0.005 0.007 0.003
Si -0.001 0.001 0.01
Si -0.019 0.012 -0.001
Si 0.001 -0.013 0
Si 0.006 0.003 0.003
Si -0.008 0.013 0
Si 0.014 -0.009 -0.004
Si -0.016 0.014 0.008
Si -0.003 0.004 -0.003
Si -0.007 -0.004 0.002
Si -0.008 0.007 0.002
Si -0.019 0.012 0.003
Si 0.013 -0.008 0.011
Si 0.001 -0.003 -0.003
Si 0.004 -0.015 0
Si 0.003 -0.006 0.002
Si -0.002 -0.002 0.007
Si 0.004 -0.012 0.002
Si -0.013 0.005 -0.001
Si -0.002 -0.001 0.006
Si 0.008 0.004 0.004
Si -0.011 -0.001 0.003
Si 0 0.017 -0.008
Si 0.005 -0.003 0.01
Si 0.001 0.005 -0.005
Si -0.011 0.019 0.004
Si -0.008 0.005 0
Si 0.013 0 0.003
Si -0.004 -0.002 -0.005
Si -0.004 0.011 0.001
Si 0.004 -0.011 -0.005
Si -0.011 -0.008 -0.013
Si -0.003 0.004 0.002
Si -0.014 0.016 -0.007
Si 0.005 -0.002 0.007
Si -0.001 -0.006 -0.002
Si -0.017 0.011 0.005
Si -0.006 -0.013 -0.004
Si -0.003 0.006 0.006
Si 0.002 -0.008 0.002
Si -0.014 0.012 0.008
Si 0.006 -0.013 0.002
Si -0.002 -0.006 0.003
Si -0.007 -0.003 0.007
Si 0.003 -0.01 0.004
Si 0 -0.008 0.009
Si 0.004 0.004 0.001
Si 0.002 -0.006 0.005
Si -0.007 0.008 0.008
Si 0.008 -0.009 0.005
Si 0.01 0.001 0.011
Si -0.009 0.01 0.001
Si 0.006 -0.007 -0.001
Si -0.009 0.005 -0.005
Si -0.009 0 -0.003
Si -0.016 0.004 -0.004
Si 0.012 -0.007 0.004
Si 0.014 -0.008 -0.006
Si 0.002 0.008 0
Si 0.011 -0.013 0.002
Si -0.007 0.005 -0.001
Si -0.009 -0.005 0.002
Si 0.008 0.004 -0.001
Si 0.009 -0.001 -0.001
Si 0.01 -0.008 -0.011
Si -0.007 0.008 0.009
Si -0.001 -0.003 0.001
Si 0.007 0.003 0.002
Si 0.006 -0.007 0.004
Si -0.007 0.007 0.005
Si 0.017 -0.009 0.005
Si 0.006 0 0.005
Si 0.005 -0.002 0.002
Si 0.003 -0.004 0.001
Si -0.007 0.003 0.005
Si 0.007 -0.005 0.002
Si 0.009 -0.004 0.008
Si 0.004 -0.014 0.002
Si -0.006 -0.001 0.005
Si 0.008 0.007 0.003
Si -0.008 0.007 0.003
Si 0.001 -0.003 0.012
Si -0.011 0.004 0.002
Si -0.004 0.006 0.008
Si -0.003 0.02 -0.009
Si 0.009 -0.013 0.004
Si 0.02 -0.002 0.009
Si 0.004 -0.007 0.002
Si 0.017 -0.01 -0.003
Si 0.005 -0.02 -0.009
Si -0.007 0.006 -0.001
Si -0.001 0.007 -0.001
Si -0.006 0.002 0.003
Si 0.006 0.006 -0.014
Si 0.006 -0.007 0.002
Si -0.003 -0.024 0.012
Si -0.015 0.013 0.009
Si 0.011 0.001 0.006
Si -0.02 -0.013 0
Si -0.008 -0.004 0.001
Si -0.002 0.002 0.009
Si -0.004 0 -0.007
Si 0.016 0.008 0.003
Si 0.006 0.004 0
Si 0.019 0.006 -0.002
Si -0.005 -0.012 -0.008
Si 0.001 0.003 -0.002
Si -0.005 0.001 0.008
Si -0.001 -0.003 -0.003
Si 0.001 0.008 0.006
Si 0.012 0.015 -0.001
Si 0.003 -0.005 0.001
Si -0.002 -0.005 0.001
Si -0.007 -0.006 0.003
Si 0.008 -0.005 0.002
Si -0.005 -0.005 0.004
Si -0.002 0.009 -0.004
Si -0.002 -0.004 0.003
Si -0.001 -0.001 -0.004
Si -0.001 -0.01 0.004
Si -0.003 -0.006 0.008
Si -0.004 0.007 0.009
Si 0.004 -0.011 -0.001
Si 0.008 -0.009 0.003
Si -0.008 -0.006 0
Si -0.001 0.005 0.008
Si 0.023 0.002 -0.001
Si 0.002 -0.001 -0.002
Si -0.006 -0.01 0.004
Si 0.005 0.006 -0.001
Si 0.007 -0.004 -0.001
Si -0.004 -0.018 0.003
Si 0.014 0.007 0.006
Si 0 -0.015 0
Si -0.001 0.005 0.003
Si -0.011 -0.004 0.004
Si -0.002 0.013 0.006
Si 0.01 -0.003 -0.001
Si 0.001 0.014 -0.004
Si -0.006 -0.003 -0.003
Si -0.001 -0.019 0.005
Si 0.015 0.006 0.01
Si -0.01 -0.008 -0.001
Si 0 0.012 0.009
Si 0.011 -0.011 0.007
Si 0.015 0.013 -0.004
Si -0.008 -0.011 0.017
Si 0.009 0.009 0.007
Si -0.004 0 0.003
Si 0.003 0.008 0.001
Si -0.003 0.007 0
Si 0.006 0.003 0.002
Si -0.002 -0.014 0
Si 0 -0.003 -0.002
Si 0.002 0.004 0.011
Si 0.008 0.005 0.011
Si 0.01 0.005 -0.009
Si -0.006 -0.002 -0.006
Si 0.001 0.005 -0.01
Si 0.011 -0.003 0.002
Si -0.003 0.002 -0.005
Si -0.001 0.01 0.01
Si 0.009 0.005 -0.002
Si 0.005 -0.001 0.009
Si -0.02 0.003 -0.003
Si 0.003 0.007 -0.001
Si -0.006 -0.008 -0.003
Si -0.007 -0.003 0.006
Si -0.009 -0.004 0.003
Si 0.001 0.008 0.006
Si -0.001 -0.014 0.005
Si 0.002 0.001 0.004
Si 0.007 -0.001 0.009
Si -0.012 -0.01 0.005
Si -0.004 -0.003 -0.003
Si 0.001 0.005 0
Si 0.003 0.002 -0.002
Si -0.001 0.011 -0.004
Si -0.007 -0.006 -0.009
Si -0.01 -0.012 -0.004
Si 0.012 0.01 0.011
Si 0.009 0.007 -0.003
Si -0.001 0.001 -0.007
Si 0.001 0.004 -0.005
Si -0.014 0 -0.001
Si -0.009 0.005 -0.003
Si -0.012 -0.008 0.001
Si 0.003 0.009 0.007
Si -0.004 0.015 -0.004
Si -0.003 -0.001 -0.008
Si 0.006 0.006 0.008
Si -0.009 0.003 -0.001
Si -0.003 -0.002 0.004
Si -0.012 -0.018 -0.007
Si -0.005 -0.006 -0.005
Si -0.009 0.015 -0.005
Si -0.006 0.001 0.007
Si -0.005 0.006 0.005
Si 0.005 0.007 0.004
Si 0 -0.008 -0.005
Si -0.011 -0.007 0.015
Si 0.014 0.009 0.004
O 0.157 0.034 0.326
O -0.333 0.453 0.074
O 0.126 -0.05 0.53
O 0.211 0.077 0.306
O 0.184 -0.307 0.708
O -0.054 -0.14 0.423
O -0.548 -0.124 0.341
O 0.081 -0.044 0.368
O -0.219 0.115 0.424
O -0.204 0.129 0.285
O 0.047 -0.566 -0.457
O -0.098 -0.419 0.211
O -0.035 0.017 0.259
O -0.249 0.309 0.375
O 0.662 0.35 0.152
O 0.298 0.113 0.001
O -0.463 0.304 0.26
O -0.398 0.291 -0.15
O -0.393 -0.218 0.607
O -0.359 -0.249 0.48
O 0.042 -0.041 0.421
O -0.483 -0.537 -0.637
O -0.169 0.443 0.381
O -0.292 0.464 -0.315
O -0.163 -0.524 -0.208
O 0.084 0.042 0.542
O -0.166 0.159 0.354
O 0.036 -0.454 0.188
O -0.075 -0.1 0.337
O 0.693 0.085 0.08
O -0.27 0.14 0.357
O 0.051 -0.485 -0.732
O 0.284 0.097 0.529
O -0.018 0.179 -0.354
O -0.119 0.233 0.698
O -0.333 0.125 -0.363
O -0.04 -0.193 -0.287
O -0.467 -0.424 -0.315
O -0.259 0.39 -0.461
O -0.55 -0.148 -0.451
O 0.105 0.16 0.732
O -0.109 -0.295 0.215
O -0.166 0.383 -0.005
O 0.273 -0.514 0.281
O -0.014 -0.03 0.317
O -0.25 0.155 0.52
O 0.122 0.454 -0.17
O -0.373 0.203 -0.334
O 0.541 -0.207 0.129
O 0.434 0.103 0.036
O -0.536 -0.168 -0.239
O 0.274 -0.134 0.523
O -0.159 -0.42 -0.278
O 0.196 0.293 -0.169
O 0.13 0.319 0.559
O 0.004 -0.624 0.141
O -0.371 -0.1 -0.506
O 0.297 0.114 -0.408
O -0.121 -0.456 0.638
O -0.356 -0.349 0.237
O 0.372 0.5 0.029
O 0.178 -0.394 0.337
O -0.323 -0.228 0.602
O 0.43 0.112 -0.332
O -0.224 -0.244 -0.386
O 0.467 -0.208 -0.384
O 0.045 -0.08 -0.412
O -0.018 0.379 0.351
O -0.229 0.463 -0.313
O -0.358 -0.517 -0.247
O 0.083 0.469 0.03
O -0.715 0.041 -0.156
O 0.519 0.087 0.168
O 0.107 -0.109 0.593
O 0.174 -0.064 0.15
